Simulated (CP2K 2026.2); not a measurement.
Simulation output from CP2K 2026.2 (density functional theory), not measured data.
Periodic cell of 2016 atoms, Si1440O576, from a study of silicon, its oxide and their interface. The atomic structure is a simulated model.
Doubt: the forces sum to 1.60 eV/angstrom along one axis rather than to zero, so they err by at least 0.0008 eV/angstrom per atom on average; the grid cutoff is modest.

Settings
functional: PBE
method: Gaussian and plane waves
basis set: DZVP-MOLOPT-SR-GTH
pseudopotentials: GTH-PBE
grid cutoff: 300 Ry, relative cutoff 40 Ry
k points: Gamma only
occupations: fixed
spin: none
net charge: 0

Cell vectors (angstrom)
a 65.28 0 0
b 0 16.32 0
c 7.6659 2.7949 33.2936

Atoms and the computed forces on them: element, x, y, z (angstrom), force x, y, z (eV/angstrom)
Si 1.532 -1.528 0.055 -0.206 0.185 0.699
Si 4.162 1.53 0.28 -0.379 0.047 0.643
Si 1.087 4.304 0.205 0.26 -0.293 0.751
Si 4.322 6.593 0.16 -0.162 0.129 0.763
Si 1.054 -6.65 0.189 0.142 -0.121 0.73
Si 3.613 -3.905 0.071 0.37 -0.093 0.736
Si 7.078 -1.525 0.021 -0.401 0.264 0.664
Si 9.915 1.007 -0.03 -0.348 0.319 0.671
Si 6.479 4.327 0.103 0.205 -0.137 0.626
Si 9.334 6.965 0.234 0.175 -0.231 0.723
Si 7.143 9.247 -0.002 -0.305 0.289 0.693
Si -7.029 -3.857 0.032 0.303 -0.3 0.692
Si -4.242 -1.122 0.046 0.028 -0.19 0.685
Si -1.795 1.568 0.025 0.343 -0.069 0.718
Si -3.952 3.839 0.215 -0.09 0.169 0.747
Si -1.203 6.493 0.105 -0.346 0.366 0.712
Si -4.064 -6.893 0.331 0.009 -0.084 0.74
Si -1.135 -4.474 0.308 0.054 0.157 0.712
Si 2.661 0.074 1.374 -0.013 -0.009 -0.045
Si 5.436 2.872 1.621 0.023 0.031 -0.05
Si 2.722 5.447 1.457 -0.011 0.003 -0.042
Si 5.474 8.22 1.367 -0.001 0.009 -0.042
Si 2.607 -5.45 1.501 0.001 0.011 -0.068
Si 5.379 -2.724 1.193 -0.02 0.007 -0.031
Si 8.192 0.059 1.329 0.009 0.029 -0.046
Si -5.488 2.628 1.46 0.007 -0.027 -0.037
Si 8.109 5.398 1.419 -0.018 -0.003 -0.045
Si -5.482 8.095 1.592 -0.01 0.005 -0.052
Si 8.201 -5.43 1.311 0.004 0.019 -0.063
Si -5.399 -2.743 1.328 0.006 0.009 -0.026
Si -2.789 0.025 1.476 -0.016 -0.003 -0.063
Si -0.098 2.65 1.355 -0.036 0.008 -0.064
Si -2.768 5.409 1.481 0.01 -0.008 -0.042
Si -0.12 8.122 1.461 -0.023 -0.048 -0.03
Si -2.682 -5.562 1.655 0.011 0.012 -0.039
Si -0.021 -2.714 1.409 0.015 -0.017 -0.035
Si 1.285 1.361 2.763 0.026 0.051 0.015
Si 4.019 4.157 2.92 -0.026 0.001 0.035
Si 1.345 6.82 2.789 0.002 0.017 0.032
Si 4.079 9.539 2.751 -0.007 -0.03 -0.003
Si 1.302 -4.053 2.859 -0.002 -0.003 0.02
Si 4.079 -1.341 2.664 -0.002 -0.03 0.006
Si 6.846 1.39 2.757 0.003 -0.037 0.013
Si 9.486 4.033 2.722 0.038 0.008 0.012
Si 6.786 6.833 2.776 -0.009 0.014 0.044
Si 9.49 -6.735 2.801 -0.01 -0.009 0.035
Si 6.749 -4.068 2.625 0.003 0.004 0.005
Si -6.744 -1.411 2.789 0.03 0.006 0.024
Si -4.121 1.344 2.886 0.008 0.007 0.024
Si -1.381 4.038 2.809 -0.015 -0.02 0.038
Si -4.094 6.736 2.886 0.008 0.007 0.023
Si -1.369 -6.916 2.975 0.014 -0.01 0.044
Si -4.076 -4.07 2.798 -0.027 0.017 0.022
Si -1.382 -1.355 2.769 -0.004 0 0.003
Si -0.024 -0.004 4.153 -0.012 0.002 -0.001
Si 2.655 2.715 4.164 -0.001 -0.006 -0.016
Si 0 5.422 4.155 -0.008 0.005 -0.037
Si 2.717 8.186 4.139 -0.005 0.003 0
Si -0.015 -5.449 4.228 -0.013 0.024 -0.007
Si 2.736 -2.678 4.118 -0.004 0.021 -0.023
Si 5.439 0.004 4.064 0.007 -0.006 0.011
Si 8.168 2.722 4.144 -0.014 0.01 0.027
Si 5.423 5.522 4.195 0.015 0.006 -0.015
Si 8.133 -8.12 4.136 0.017 -0.015 0
Si 5.436 -5.396 4.083 0.021 0.002 0.012
Si 8.116 -2.701 4.033 0.005 -0.018 -0.008
Si -5.44 -0.056 4.22 -0.028 0.012 -0.006
Si -2.732 2.713 4.21 -0.004 -0.013 -0.003
Si -5.438 5.369 4.224 -0.001 -0.001 0.001
Si -2.751 8.081 4.287 0.001 -0.009 -0.005
Si -5.383 -5.411 4.243 -0.004 -0.009 0
Si -2.723 -2.709 4.163 -0.006 -0.006 0.013
Si 1.467 -1.254 16.483 0.016 0 0.003
Si 4.149 1.47 16.447 0.02 0.019 0.001
Si 1.433 4.148 16.445 0.016 0.009 -0.014
Si 4.175 6.847 16.435 0.002 0.01 -0.009
Si 1.43 -6.737 16.426 0.004 -0.002 -0.003
Si 4.205 -3.975 16.428 -0.007 0.016 -0.015
Si 6.904 -1.268 16.349 0.013 0.001 0.003
Si -6.793 1.355 16.466 -0.019 0.001 0.007
Si 6.856 4.149 16.445 0 -0.022 -0.004
Si -6.803 6.827 16.426 -0.002 -0.014 -0.005
Si 6.91 -6.715 16.425 -0.006 0.013 -0.004
Si -6.8 -4.038 16.455 0.002 0.012 -0.001
Si -4.079 -1.33 16.466 0 -0.008 -0.002
Si -1.302 1.402 16.46 0.009 0.001 0.005
Si -4.02 4.105 16.442 -0.004 0.001 -0.004
Si -1.304 6.872 16.473 -0.001 -0.001 -0.001
Si -4.025 9.564 16.428 0.008 -0.002 -0.007
Si -1.305 -4.008 16.442 0.005 0.007 0.003
Si 2.858 0.115 17.869 -0.016 -0.009 0.007
Si 5.477 2.827 17.854 -0.013 0.009 0.015
Si 2.811 5.5 17.817 -0.012 -0.025 -0.014
Si 5.553 8.218 17.772 -0.007 -0.008 0.003
Si 2.786 -5.319 17.726 -0.001 0.009 -0.024
Si 5.591 -2.579 17.77 -0.016 -0.018 -0.002
Si 8.301 0.024 17.725 0.003 -0.023 0.021
Si -5.386 2.739 17.788 0.021 0.019 -0.023
Si 8.234 5.545 17.758 -0.01 0.014 0.004
Si -5.422 8.218 17.753 0.003 -0.031 -0.004
Si 8.321 -5.325 17.738 -0.002 -0.003 0.011
Si -5.421 -2.701 17.858 -0.014 0.001 0.02
Si -2.734 0.075 17.799 -0.01 0.019 -0.022
Si 0.097 2.764 17.798 -0.006 -0.009 -0.002
Si -2.694 5.509 17.809 -0.005 0.015 0.014
Si 0.103 -8.096 17.832 -0.004 0.002 -0.019
Si -2.645 -5.4 17.791 -0.008 0.003 -0.018
Si 0.038 -2.596 17.785 0.005 -0.016 -0.003
Si 1.473 1.476 19.238 0.014 0.018 -0.01
Si 4.112 4.212 19.302 0.026 -0.009 -0.011
Si 1.475 6.852 19.196 0.01 0.005 -0.011
Si 4.166 -6.681 19.027 -0.029 0.005 0.004
Si 1.46 -3.916 19.092 0.004 0.002 -0.038
Si 4.301 -1.219 19.217 -0.001 0.046 -0.008
Si 6.931 1.406 19.053 0.005 -0.001 -0.048
Si -6.715 4.137 19.099 0.001 0.041 0.025
Si 6.92 6.907 19.204 0.013 -0.008 -0.015
Si -6.807 9.608 19.05 0.047 0.015 -0.008
Si 7.06 -3.84 19.103 0.05 0.032 -0.042
Si 9.677 -1.373 19.085 -0.042 -0.004 -0.041
Si -4.071 1.405 19.23 -0.01 -0.016 0.01
Si -1.284 4.131 19.108 -0.01 0.02 -0.021
Si -4.08 6.897 19.157 0.021 -0.013 -0.005
Si -1.228 -6.686 19.166 0.001 0.022 -0.017
Si -4.007 -4.087 19.182 -0.016 -0.001 -0.025
Si -1.37 -1.249 19.14 0 -0.017 -0.021
Si -0.045 0.165 20.48 -0.016 0.023 0.029
Si 2.798 2.802 20.745 -0.008 -0.007 0.015
Si 0.123 5.418 20.5 0.012 0.005 0.045
Si 2.821 8.309 20.476 -0.01 0.01 0.056
Si 0.113 -5.245 20.499 -0.05 0.002 0.063
Si 2.801 -2.513 20.465 -0.055 0.014 0.034
Si 5.781 0.075 20.601 -0.008 -0.007 0.065
Si 8.228 2.818 20.373 -0.032 0.003 0.057
Si 5.504 5.623 20.653 -0.029 -0.011 0.035
Si 8.341 8.34 20.48 -0.017 0.003 0.054
Si 5.592 -5.211 20.205 -0.008 0.021 -0.01
Si 8.416 -2.617 20.682 -0.007 -0.038 0.075
Si -5.408 0.04 20.649 -0.007 -0.036 0.049
Si -2.679 2.835 20.499 0.014 -0.009 0.036
Si -5.443 5.568 20.588 -0.005 -0.014 0.042
Si -2.607 -8.071 20.447 -0.025 -0.02 0.053
Si -5.453 -5.434 20.505 -0.006 -0.001 0.061
Si -2.654 -2.67 20.525 -0.003 -0.019 0.025
Si 1.172 -1.336 21.735 0.222 0.027 -0.662
Si 4.544 1.606 21.857 -0.195 -0.077 -0.72
Si 1.11 3.922 22.071 0.267 0.075 -0.664
Si 4.534 7.505 21.853 -0.216 -0.466 -0.567
Si 1.778 -6.315 21.726 -0.334 -0.326 -0.617
Si 4.086 -4.11 21.568 0.146 0.31 -0.601
Si 7.538 -0.818 22.071 -0.159 -0.193 -0.756
Si -7.181 1.184 21.698 0.319 0.184 -0.68
Si 6.66 3.916 21.807 0.116 0.145 -0.807
Si -7.297 6.676 21.623 0.546 0.336 -0.459
Si 6.816 -6.537 21.619 0.286 0.044 -0.53
Si 10.075 -3.942 21.793 -0.274 -0.054 -0.723
Si -4.198 -1.585 21.905 0.041 0.241 -0.646
Si -1.166 1.719 21.887 -0.089 -0.167 -0.708
Si -3.754 4.441 21.815 -0.244 -0.118 -0.611
Si -1.46 6.611 21.687 0.081 0.163 -0.636
Si -4.081 -6.832 21.778 0.061 0.012 -0.653
Si -0.958 -3.633 21.856 -0.203 -0.247 -0.777
Si 5.8 0.193 -1.818 0.176 0.115 -0.083
Si 2.998 -0.188 23.945 -0.006 -0.013 -0.164
Si -1.009 -2.783 -4.371 -0.105 -0.067 0.113
Si 3.777 -3.237 24.321 -0.093 -0.007 -0.108
Si 4.38 -7.811 24.658 -0.152 -0.011 -0.168
Si 3.314 -5.313 -2.759 -0.185 -0.005 0.109
Si 2.467 2.75 -2.001 0.124 0.025 0.109
Si -5.358 -0.974 -7.011 0.064 0.087 0.044
Si -5.368 5.614 -1.96 0.096 0.05 0.102
Si 8.509 -5.53 23.952 0.007 0.116 -0.067
Si -6.073 4.867 -4.846 -0.007 0.108 0.016
Si 8.18 5.685 23.918 -0.03 0.019 -0.126
Si -1.294 -7.74 -4.274 -0.04 0.008 0.114
Si 2.06 -5.691 24.554 0.057 -0.067 -0.097
Si 10.274 -0.488 25.917 -0.068 0.056 -0.033
Si -5.339 4.626 24.224 0.002 -0.121 -0.021
Si 2.782 -8.106 -2.059 -0.016 0.019 0.173
Si -8.128 3.582 -6.687 -0.052 -0.058 -0.073
Si -6.097 -2.333 -4.627 -0.016 -0.006 0.128
Si -1.308 8.038 24.247 -0.076 -0.036 -0.067
Si -7.847 3.237 23.717 -0.146 -0.045 -0.214
Si -5.799 -5.685 -1.942 0.001 0.156 0.057
Si -9.885 2.738 -4.495 -0.129 0.152 0.05
Si 10.804 -3.918 -2.71 -0.107 0.136 0.071
Si -10.302 -2.743 -6.286 -0.03 -0.001 0.014
Si 7.419 -1.099 25.163 0.023 -0.007 -0.135
Si -4.18 -4.533 -4.197 0.005 -0.072 0.064
Si 1.222 -0.084 -2.707 0.123 0.026 0.135
Si 0.578 -5.567 -4.192 0.067 0.079 0.021
Si -15.435 6.765 -6.855 0.075 -0.028 -0.086
Si -0.338 5.681 -5.198 -0.077 0.019 0.017
Si -13.397 0.416 -6.311 0.049 -0.031 -0.088
Si 0.447 -1.485 -6.671 0.006 -0.037 -0.048
Si 4.091 4.051 -4.288 0.012 0.038 0.028
Si -2.55 -2.905 -1.972 -0.013 0.112 0.114
Si 3.887 -0.7 -3.993 -0.05 0.02 -0.008
Si -7.184 7.589 -6.033 -0.096 0.053 0.025
Si -3.508 -1.078 -4.712 -0.03 -0.044 0.01
Si -2.905 0.202 24.107 -0.01 -0.027 -0.041
Si -2.244 -5.447 23.9 -0.01 -0.057 -0.044
Si -10.316 7.856 -6.417 0.055 0.005 -0.078
Si 9.442 3.372 -3.798 0.018 0.1 0.128
Si -2.954 7.587 -2.001 0.034 -0.117 0.089
Si 3.799 1.605 -5.981 0.048 0.076 -0.058
Si 2.339 6.495 -4.607 0.144 0.04 -0.084
Si 1.809 -7.322 -6.576 -0.062 -0.189 0.064
Si 10.791 -6.7 -2.572 -0.062 -0.018 0.072
Si -3.973 3.551 -6.551 -0.155 -0.109 -0.123
Si 15.139 6.371 24.687 0.072 0.043 -0.146
Si -1.523 2.976 -5.038 -0.023 -0.04 -0.038
Si 1.502 4.627 25.113 -0.021 0.125 -0.029
Si -7.575 -6.784 -3.786 0.003 -0.001 0.022
Si -1.566 0.79 -3.034 -0.042 0.009 0.197
Si 7.286 -7.917 24.927 0.043 -0.051 -0.051
Si 1.371 -1.34 5.503 -0.008 -0.035 0.008
Si 4.075 1.356 5.464 -0.002 -0.011 -0.008
Si 1.341 4.084 5.547 0.009 0.008 0.01
Si 4.062 6.858 5.546 0 0.004 0.006
Si 1.387 9.536 5.547 0.003 -0.012 -0.001
Si 4.087 -4.049 5.477 0.005 0.004 -0.002
Si 6.787 -1.35 5.443 0.012 0.002 -0.001
Si 9.529 1.371 5.488 0.012 -0.004 0.012
Si 6.794 4.106 5.485 0.022 0.009 0.008
Si 9.481 6.814 5.482 -0.006 0.008 0.019
Si 6.775 -6.753 5.478 -0.02 -0.007 0.007
Si 9.499 -4.031 5.423 0.003 0.012 0.004
Si -4.057 -1.375 5.576 -0.005 -0.015 0
Si -1.361 1.351 5.548 0.004 0.012 -0.001
Si -4.069 4.054 5.6 0.012 -0.003 0.002
Si -1.34 6.749 5.585 -0.006 -0.018 0.004
Si -4.06 -6.803 5.605 0.003 0.008 0.004
Si -1.377 -4.072 5.552 0.012 0 0.016
Si 2.73 0.018 6.87 0.002 0.005 -0.016
Si 5.431 2.734 6.833 -0.007 0.007 -0.007
Si 2.718 5.461 6.888 -0.005 0.001 -0.001
Si 5.433 -8.097 6.878 -0.002 0.01 0.007
Si 2.744 -5.402 6.88 0.003 0.001 -0.002
Si 5.445 -2.693 6.842 0 -0.005 -0.002
Si 8.148 0.012 6.818 -0.002 0 0.003
Si 10.89 2.73 6.838 0 0.003 0.001
Si 8.139 5.465 6.858 -0.005 0.009 -0.002
Si 10.878 -8.143 6.805 0.016 -0.011 0.002
Si 8.162 -5.397 6.815 -0.002 -0.005 -0.005
Si 10.878 -2.679 6.774 -0.002 0.001 -0.003
Si -2.702 -0.004 6.929 -0.002 0.004 0.002
Si -0.005 2.722 6.914 -0.007 -0.001 -0.005
Si -2.706 5.417 6.957 0.005 -0.003 -0.002
Si 0.023 8.162 6.906 0.004 -0.001 -0.01
Si -2.698 -5.434 6.949 -0.011 0.007 -0.006
Si 0.015 -2.703 6.883 -0.003 0.011 -0.006
Si 1.384 1.376 8.255 0.004 0.009 -0.002
Si 4.096 4.1 8.226 -0.001 -0.003 -0.001
Si 1.382 6.818 8.276 0 -0.003 -0.002
Si 4.094 -6.748 8.257 0.011 0.001 0.003
Si 1.381 -4.052 8.251 -0.001 -0.001 0
Si 4.096 -1.339 8.227 -0.003 -0.009 -0.001
Si 6.802 1.382 8.193 -0.002 -0.003 -0.011
Si 9.526 4.103 8.187 0.004 0.004 -0.009
Si 6.794 6.84 8.216 -0.001 -0.01 -0.001
Si 9.523 -6.77 8.165 -0.003 -0.002 -0.007
Si 6.814 -4.045 8.202 0.001 0.003 -0.003
Si 9.529 -1.332 8.167 0.002 0.003 -0.005
Si -4.057 1.349 8.304 -0.004 0.005 0
Si -1.342 4.071 8.308 -0.009 -0.004 0.004
Si -4.055 6.801 8.307 0.011 0.008 -0.004
Si -1.322 -6.793 8.287 0.007 0.012 -0.001
Si -4.051 -4.082 8.319 -0.002 -0.007 0.005
Si -1.327 -1.351 8.277 0.003 -0.001 -0.005
Si 0.032 0.021 9.634 -0.006 -0.004 -0.003
Si 2.745 2.75 9.605 0.001 0.006 -0.005
Si 0.025 5.459 9.642 -0.004 -0.001 -0.005
Si 2.748 -8.122 9.622 -0.001 0.013 0
Si 0.038 -5.415 9.635 0.002 -0.009 -0.004
Si 2.745 -2.688 9.611 -0.007 0.003 -0.001
Si 5.459 0.031 9.58 -0.011 0.005 0.003
Si 8.167 2.75 9.551 0 0.006 -0.002
Si 5.451 5.476 9.586 0.006 0.01 -0.001
Si 8.175 -8.121 9.555 -0.006 -0.001 -0.002
Si 5.466 -5.389 9.598 -0.002 -0.008 0
Si 8.18 -2.681 9.552 0.009 -0.003 -0.002
Si -5.416 -0.004 9.671 0 0.008 -0.005
Si -2.702 2.718 9.667 0.005 -0.004 -0.003
Si -5.414 5.437 9.669 -0.005 -0.008 -0.004
Si -2.69 8.174 9.655 -0.005 -0.003 -0.005
Si -5.421 -5.447 9.665 -0.003 0.001 -0.004
Si -2.68 -2.706 9.655 0.001 -0.002 -0.003
Si 1.399 -1.328 10.994 0.006 -0.001 0.001
Si 4.115 1.396 10.959 0 0.005 -0.001
Si 1.403 4.111 10.989 -0.001 -0.003 -0.001
Si 4.117 -9.479 10.975 -0.002 -0.008 0.004
Si 1.406 -6.759 11.001 0 -0.002 0.002
Si 4.118 -4.031 10.977 0.005 -0.002 0.001
Si 6.835 -1.319 10.935 0.006 0 -0.002
Si 9.541 1.394 10.897 0.002 0.002 -0.001
Si 6.83 4.123 10.933 -0.012 0 -0.003
Si 9.541 -9.489 10.903 0.007 -0.002 -0.001
Si 6.831 -6.762 10.937 0.008 0.006 -0.002
Si 9.551 -4.048 10.891 -0.004 -0.003 -0.002
Si -4.039 -1.351 11.024 -0.002 -0.004 0.004
Si -1.321 1.376 11.015 -0.006 0.008 0.004
Si -4.052 4.086 11.031 0.012 0.001 0.003
Si -1.323 6.823 11.014 0.003 0 -0.001
Si -4.053 9.528 11.025 -0.001 0.008 0.002
Si -1.315 -4.057 11.014 0.002 0 0
Si 2.762 0.05 12.341 -0.006 0 0.004
Si 5.481 2.769 12.306 0.003 0.001 -0.003
Si 2.761 5.485 12.345 -0.007 0.001 -0.003
Si 5.491 -8.115 12.33 -0.001 0.01 -0.005
Si 2.774 -5.39 12.36 -0.004 -0.005 -0.003
Si 5.485 -2.661 12.327 -0.004 -0.002 0.007
Si 8.2 0.048 12.288 0 0.006 0.008
Si 10.9 2.756 12.252 -0.003 -0.011 0.003
Si 8.195 5.484 12.295 0.004 0.007 0.008
Si 10.916 -8.129 12.24 -0.001 -0.001 -0.001
Si 8.201 -5.395 12.273 -0.001 -0.013 0.001
Si 10.922 -2.692 12.24 -0.001 -0.007 0.007
Si -2.677 0.019 12.384 0.007 0.004 0
Si 0.045 2.758 12.358 0.002 0.004 -0.009
Si -2.684 5.463 12.377 -0.003 -0.001 -0.004
Si 0.047 8.199 12.362 0 0.003 -0.005
Si -2.691 -5.411 12.371 -0.004 -0.007 -0.003
Si 0.049 -2.687 12.373 -0.011 -0.004 -0.001
Si 1.411 1.412 13.718 0 0.01 -0.002
Si 4.139 4.13 13.69 0.005 -0.004 -0.004
Si 1.417 6.85 13.725 -0.004 0.002 0.012
Si 4.151 -6.746 13.712 0.007 -0.004 0.002
Si 1.431 -4.021 13.74 0.005 -0.004 0.008
Si 4.143 -1.283 13.703 -0.007 0.009 0.004
Si 6.857 1.427 13.663 -0.012 0.014 -0.005
Si 9.559 4.117 13.647 0.007 0.002 0.006
Si 6.867 -9.466 13.69 -0.004 -0.01 0.005
Si 9.569 -6.763 13.608 0.003 0.008 -0.006
Si 6.866 -4.031 13.66 0.016 -0.011 -0.002
Si 9.585 -1.32 13.617 0.008 -0.006 0
Si -4.041 1.377 13.748 0.007 -0.001 0.01
Si -1.301 4.124 13.731 0.006 0.002 -0.002
Si -4.047 6.815 13.743 0.013 -0.008 0.006
Si -1.313 9.564 13.721 -0.005 -0.002 -0.001
Si -4.054 -4.051 13.738 -0.009 0.012 0.008
Si -1.305 -1.326 13.747 0.006 -0.015 0.012
Si 0.069 0.05 15.098 -0.006 0.013 0.003
Si 2.778 2.788 15.065 -0.02 -0.001 -0.003
Si 0.053 5.502 15.1 -0.007 -0.007 -0.001
Si 2.797 8.21 15.08 -0.005 -0.002 -0.01
Si 0.048 -5.386 15.08 -0.009 -0.007 -0.004
Si 2.801 -2.631 15.091 0.009 -0.008 0.003
Si 5.503 0.102 15.052 -0.004 0.005 0.001
Si 8.208 2.775 15.048 -0.007 -0.006 0.01
Si 5.508 5.486 15.049 -0.006 -0.001 0.007
Si 8.247 -8.088 15.034 0.009 0.008 0.008
Si 5.528 -5.374 15.059 -0.007 -0.006 -0.002
Si 8.244 -2.667 14.998 -0.008 0.008 0.002
Si -5.431 0.013 15.088 -0.002 -0.006 0.001
Si -2.656 2.756 15.083 0.003 0.004 -0.006
Si -5.42 5.451 15.096 -0.001 0.004 -0.005
Si -2.667 8.198 15.079 -0.007 0.004 -0.001
Si -5.426 -5.407 15.098 0.002 0.002 -0.001
Si -2.695 -2.675 15.096 -0.003 -0.004 -0.005
Si 18.027 -1.628 -0.14 -0.303 0.218 0.719
Si 20.176 1.578 -0.156 0.217 -0.191 0.698
Si 17.956 3.804 0.03 -0.179 0.062 0.721
Si 20.257 6.459 -0.136 -0.139 0.4 0.65
Si 17.364 -6.514 -0.206 0.206 -0.228 0.752
Si 20.241 -3.919 -0.108 0.194 -0.265 0.663
Si 23.241 -1.573 -0.255 -0.179 0.137 0.616
Si 25.791 1.23 0.203 -0.131 0.319 0.647
Si 22.765 4.47 -0.2 0.307 -0.294 0.701
Si 25.6 7.109 -0.119 0.17 -0.176 0.757
Si 23.31 9.254 -0.025 -0.197 0.067 0.792
Si 9.33 -3.784 0.036 0.354 -0.34 0.726
Si 12.208 -1.133 0.367 0.068 -0.233 0.714
Si 14.649 1.674 -0.022 0.235 -0.208 0.681
Si 12.48 3.969 0.147 -0.257 0.064 0.712
Si 14.459 7.063 0.121 0.207 0.022 0.687
Si 12.238 -7.036 0.165 0.027 0.182 0.602
Si 15.182 -4.22 -0.13 -0.262 0.13 0.751
Si 19.067 -0.001 1.207 -0.01 0.007 -0.049
Si 21.748 2.768 1.13 -0.044 0.024 -0.054
Si 18.97 5.361 1.432 0.011 -0.007 -0.023
Si 21.576 8.107 1.089 0.026 -0.022 -0.082
Si 18.995 -5.466 1.159 -0.006 0.018 -0.053
Si 21.754 -2.709 1.196 0.01 -0.005 -0.035
Si 24.261 -0.06 1.306 -0.011 -0.045 -0.034
Si 10.857 2.736 1.3 -0.013 -0.009 -0.056
Si 24.416 5.508 1.15 0.01 -0.003 -0.061
Si 10.835 -8.193 1.586 -0.02 -0.016 -0.034
Si 24.396 10.878 1.294 0.007 -0.049 -0.032
Si 10.91 -2.735 1.428 -0.011 0 -0.07
Si 13.676 0.165 1.516 0.03 0.038 -0.041
Si 16.298 2.723 1.26 -0.028 0.016 -0.041
Si 13.544 5.481 1.543 0.008 -0.016 -0.033
Si 16.24 -8.115 1.162 -0.014 0.008 -0.078
Si 13.555 -5.38 1.207 0.008 0.007 -0.042
Si 16.339 -2.657 1.186 0.001 -0.009 -0.045
Si 17.655 1.317 2.592 0.015 0.006 0.012
Si 20.436 4.046 2.663 0.024 -0.034 0.014
Si 17.583 6.844 2.591 -0.038 0.007 -0.007
Si 20.337 9.501 2.527 0.013 0.02 -0.004
Si 17.677 -4.055 2.563 -0.002 0 0.034
Si 20.426 -1.332 2.586 -0.002 0 0.014
Si 23.001 1.402 2.593 -0.011 0.016 0.011
Si 25.752 4.164 2.587 -0.01 0.03 0.009
Si 23.01 6.821 2.525 -0.008 0.003 0.056
Si 25.874 9.57 2.579 -0.008 -0.016 0.024
Si 23.04 12.237 2.621 0.001 0.013 0.015
Si 9.522 -1.318 2.734 0.012 0.014 0.033
Si 12.221 1.472 2.786 -0.031 0.003 0.039
Si 15.017 4.109 2.719 0.009 -0.023 0.027
Si 12.173 6.768 2.9 0.001 0.007 0.031
Si 14.923 -6.753 2.601 0.016 0.005 0.031
Si 12.263 -4.104 2.711 0.013 -0.024 0.014
Si 15.032 -1.337 2.663 0.004 -0.032 0.007
Si 16.355 0.002 4.04 -0.009 0.025 0.01
Si 19.021 2.69 3.966 0.001 0.012 -0.001
Si 16.324 5.498 4.049 -0.003 -0.006 0.025
Si 18.993 8.176 3.933 0.003 -0.019 -0.009
Si 16.306 -5.402 3.959 -0.005 -0.001 -0.023
Si 19.044 -2.704 3.935 -0.012 -0.007 -0.001
Si 21.707 0.039 3.99 -0.003 -0.019 0.016
Si 24.426 2.745 3.925 0.011 0.001 -0.001
Si 21.76 5.454 3.982 0.01 -0.013 -0.005
Si 24.439 8.181 3.876 -0.024 0.019 -0.029
Si 21.678 10.863 3.934 -0.004 0.009 0.01
Si 24.436 -2.737 3.97 0.015 0.006 -0.013
Si 10.881 0.039 4.098 -0.004 0.005 -0.015
Si 13.614 2.799 4.1 -0.006 0.007 0
Si 10.802 5.392 4.156 -0.022 -0.011 0.02
Si 13.603 -8.107 4.065 0.024 0.016 -0.024
Si 10.893 -5.406 4.115 -0.004 -0.004 0.01
Si 13.626 -2.694 4.01 -0.006 0.016 0.007
Si 17.746 -1.315 16.19 0.003 0.011 -0.003
Si 20.454 1.358 16.226 0.008 -0.007 -0.01
Si 17.709 4.089 16.228 -0.018 -0.003 -0.006
Si 20.462 6.803 16.179 0.004 0.012 -0.013
Si 17.723 -6.77 16.214 0.005 0.01 -0.008
Si 20.432 -4.093 16.144 -0.004 -0.004 -0.008
Si 23.126 -1.356 16.172 0 0.004 -0.01
Si 9.617 1.389 16.342 0.004 -0.009 -0.015
Si 23.138 4.09 16.196 -0.009 -0.003 -0.004
Si 9.617 -9.461 16.379 0.007 0.003 0.001
Si 23.127 9.467 16.163 -0.016 -0.003 0.001
Si 9.649 -4.033 16.315 0.011 -0.014 -0.001
Si 12.343 -1.34 16.327 -0.003 -0.009 -0.014
Si 15.029 1.428 16.249 0.002 0.014 -0.002
Si 12.313 4.092 16.317 0.002 -0.007 -0.001
Si 15.04 -9.515 16.245 0.004 0.004 -0.009
Si 12.311 -6.813 16.286 -0.01 -0.024 0.003
Si 15.056 -4.034 16.233 -0.003 0.01 -0.014
Si 19.109 -0.01 17.583 -0.009 -0.01 0.035
Si 21.794 2.753 17.569 0.007 0.002 0.016
Si 19.104 5.454 17.517 -0.006 -0.002 -0.026
Si 21.854 8.074 17.573 0.017 -0.02 0.026
Si 19.077 -5.387 17.544 -0.018 0.018 0.03
Si 21.779 -2.754 17.498 -0.004 -0.003 -0.017
Si 24.504 0.023 17.475 -0.018 -0.015 0.011
Si 10.969 2.738 17.705 0.01 0.005 0.014
Si 24.488 5.39 17.612 0.016 0.014 -0.005
Si 11.039 -8.169 17.757 0.039 -0.004 0.025
Si 24.421 10.855 17.519 -0.01 -0.014 -0.009
Si 11.026 -2.731 17.708 0.019 0.019 0.013
Si 13.75 0.035 17.623 0.001 0.001 -0.022
Si 16.325 2.812 17.647 -0.013 0.023 0.024
Si 13.714 5.448 17.632 0.002 -0.017 -0.02
Si 16.419 -8.171 17.581 -0.005 -0.02 0.009
Si 13.707 -5.426 17.541 0 0.01 -0.03
Si 16.415 -2.647 17.574 0.004 -0.016 -0.007
Si 17.743 1.425 18.865 0.009 0.015 -0.05
Si 20.429 4.142 18.914 0.007 0.008 -0.006
Si 17.791 -9.55 18.921 0.003 -0.012 -0.01
Si 20.451 -6.831 18.776 -0.033 0 -0.033
Si 17.784 -3.95 18.94 0.05 -0.019 -0.026
Si 20.443 -1.47 18.906 -0.023 0.001 -0.019
Si 23.208 1.398 18.864 0.032 0.024 -0.03
Si 9.616 4.151 19.041 -0.021 0.016 -0.009
Si 23.168 6.684 19.045 -0.021 0.006 -0.025
Si 9.7 -6.722 19.045 -0.016 0.023 -0.004
Si 23.078 -4.107 18.898 0.004 -0.014 0.003
Si 25.845 -1.372 18.775 0.012 -0.007 -0.039
Si 12.399 1.353 18.988 0.013 -0.008 0.004
Si 15.013 4.194 19.127 0.026 0.016 0.002
Si 12.441 -9.601 19.104 -0.01 0.007 -0.012
Si 15.035 -6.793 18.865 -0.018 0.015 -0.002
Si 12.477 -4.099 19.004 -0.017 0.005 -0.03
Si 15.145 -1.276 19.001 0.004 0.014 -0.013
Si 16.538 0.097 20.342 0.003 -0.03 0.059
Si 19.033 2.819 20.219 -0.028 -0.01 0.06
Si 16.486 5.581 20.466 -0.029 -0.002 0.051
Si 19.211 -8.21 20.186 0.034 0.002 0.035
Si 16.432 -5.431 20.124 0.014 0.042 0.034
Si 19.12 -2.685 20.473 -0.034 -0.005 0.017
Si 21.846 -0.038 20.066 0.01 -0.016 0.024
Si 24.408 2.651 20.498 0.004 0.018 0.079
Si 21.777 5.306 20.444 0.029 0.011 0.071
Si 24.516 8.108 20.367 -0.004 -0.009 0.027
Si 21.672 -5.482 20.198 0.008 0 0.044
Si 24.507 -2.718 20.122 -0.004 0.005 0.057
Si 11.12 -0.051 20.358 -0.007 -0.032 0.026
Si 13.631 2.728 20.421 -0.01 0.026 0.043
Si 11.027 5.35 20.477 0.019 -0.001 0.028
Si 13.861 -8.157 20.358 -0.019 -0.023 0.044
Si 11.154 -5.459 20.398 0.037 -0.031 0.038
Si 13.867 -2.712 20.323 -0.02 -0.022 0.066
Si 18.245 -0.805 21.721 -0.099 -0.256 -0.744
Si 20.436 1.326 21.267 -0.022 0.011 -0.597
Si 17.563 3.916 21.737 0.259 0.238 -0.703
Si 20.73 -9.285 21.632 -0.189 -0.181 -0.729
Si 17.873 -6.748 21.355 0.027 0.014 -0.391
Si 20.091 -4.517 21.676 -0.011 0.109 -0.683
Si 23.364 -1.173 21.411 -0.042 -0.011 -0.673
Si 9.693 1.391 21.497 -0.02 -0.015 -0.479
Si 22.586 3.497 21.829 0.212 0.185 -0.756
Si 9.896 7.014 21.665 -0.249 -0.087 -0.709
Si 22.863 -7.002 21.488 0.195 0.1 -0.765
Si 26.031 -3.872 21.451 -0.158 -0.108 -0.76
Si 12.261 -1.688 21.675 -0.013 0.159 -0.725
Si 15.343 1.657 21.594 -0.137 -0.127 -0.747
Si 11.915 3.571 21.86 0.123 0.176 -0.728
Si 15.627 -8.924 21.762 -0.016 -0.15 -0.675
Si 12.208 -7.169 21.663 0.166 0.313 -0.826
Si 15.315 -4.058 21.615 -0.07 0.019 -0.671
Si 21.386 -0.222 -2.494 0.113 0.033 0.045
Si 22.723 3.792 24.949 -0.126 -0.069 -0.078
Si 22.049 -3.028 23.67 -0.009 -0.057 -0.149
Si 22.171 -0.969 25.856 0.07 -0.019 -0.03
Si 13.438 -7.482 -3.726 -0.031 0.051 0.07
Si 18.846 -6.778 -2.959 -0.061 0.065 0.075
Si 15.289 6.66 -2.686 -0.01 -0.057 0.054
Si 17.601 1.958 25.928 -0.036 0.001 -0.075
Si 10.784 5.334 -2.021 -0.02 -0.043 0.058
Si 25.356 -1.372 25.816 -0.124 -0.017 0.027
Si 22.719 6.785 26.06 -0.095 0.025 -0.105
Si 24.217 -5.173 23.669 -0.082 0.067 -0.2
Si 14.21 -7.697 -6.471 0.042 0.071 -0.054
Si 9.308 -1.784 -4.363 0.01 -0.078 -0.006
Si 20.946 3.329 -6.846 0.149 -0.066 0.018
Si 13.182 3.904 24.77 -0.033 -0.072 -0.175
Si 28.146 -8.125 -6.161 -0.089 0 -0.035
Si 18.374 -7.175 25.836 0.045 -0.042 0.004
Si 7.527 -4.099 -4.814 -0.012 -0.114 0.049
Si 15.252 -7.274 25.951 -0.089 0.068 -0.049
Si -2.266 -5.796 -6.455 -0.059 0.132 -0.012
Si 19.137 -4.221 25.479 0.038 0.063 0.101
Si 6.616 3.082 -2.762 -0.081 0.005 0.153
Si 21.578 -5.712 -2.257 -0.073 0.095 0.052
Si 14.85 1.212 24.585 0.057 0.087 -0.08
Si 20.627 1.787 26.04 0.052 0.016 0.054
Si 7.695 -6.655 -2.941 0.086 0.03 0.09
Si 14.863 -5.271 -4.962 0.051 -0.105 -0.002
Si 25.384 3.322 25.827 0.049 -0.132 0.059
Si 12.859 -1.011 24.579 -0.005 -0.03 -0.113
Si 9.054 -5.858 -6.732 0.042 -0.035 -0.045
Si 0.807 1.553 -6.645 -0.021 0.028 -0.055
Si 14.193 4.211 -4.291 -0.015 0.01 0.048
Si 19.669 3.751 -4.065 -0.014 -0.015 0.014
Si 13.466 -2.648 -2.008 0.051 0.088 0.051
Si 17.898 1.236 -4.453 -0.035 0.013 0.019
Si 11.366 5.199 -4.808 -0.065 0.016 0.028
Si 13.027 -0.51 -4.072 -0.141 0.017 0.099
Si 4.543 -3.622 -5.016 -0.053 0.131 0.005
Si 13.75 -5.723 23.819 0.117 -0.009 -0.047
Si 6.89 -7.823 -5.557 0.053 0.003 -0.038
Si 24.383 2.921 -4.909 -0.017 0.022 0.089
Si 17.31 -2.702 23.705 -0.042 -0.004 -0.017
Si 29.295 -5.192 23.934 0.149 0.017 0.003
Si 18.123 5.721 -2.285 0.122 -0.04 0.241
Si 17.7 -4.183 -4.334 -0.06 -0.016 -0.041
Si 18.948 7.709 -5.467 0.01 0.055 -0.115
Si 19.939 6.861 24.632 0.121 -0.017 -0.092
Si 18.6 -1.403 -3 0.034 0.031 0.149
Si 10.216 0.659 -3.062 0.145 0.018 0.218
Si 17.861 4.82 24.767 -0.04 -0.077 -0.193
Si 12.423 -3.856 25.905 0.058 -0.042 -0.023
Si 15.073 1.617 -3.052 -0.026 -0.077 0.189
Si 24.228 -6.848 26.095 0.008 -0.014 0.04
Si 17.712 -1.364 5.362 0.017 -0.013 0.002
Si 20.355 1.36 5.367 -0.004 0.001 0.013
Si 17.697 4.093 5.341 -0.001 -0.004 0.004
Si 20.365 6.815 5.302 0.002 0.005 -0.002
Si 17.662 9.546 5.319 -0.007 -0.004 -0.01
Si 20.368 12.244 5.314 0.003 0.011 0.003
Si 23.098 -1.337 5.31 0.009 0.009 0.009
Si 25.792 1.385 5.298 0.014 0.004 0.021
Si 23.107 4.093 5.334 -0.006 -0.002 -0.006
Si 25.777 6.842 5.309 -0.013 0.003 -0.01
Si 23.091 9.529 5.272 0.012 -0.015 0.007
Si 25.794 12.245 5.345 0.002 0.008 0.01
Si 12.262 -1.342 5.4 0.003 0 0.008
Si 14.968 1.371 5.387 0.001 -0.011 0.008
Si 12.235 4.102 5.486 0.009 -0.011 0.007
Si 14.953 6.839 5.41 -0.013 0.005 0.006
Si 12.243 -6.777 5.45 -0.009 -0.01 0.005
Si 14.969 -4.061 5.369 0.005 0.002 -0.004
Si 19.034 0.001 6.739 -0.004 0.004 0.004
Si 21.742 2.733 6.688 0.002 0 0.002
Si 19.043 5.456 6.699 0.009 -0.01 0.001
Si 21.743 8.171 6.654 -0.003 0.001 -0.008
Si 19.021 10.894 6.691 -0.005 0.009 -0.003
Si 21.743 -2.711 6.666 -0.004 -0.009 -0.006
Si 24.457 0.016 6.674 0.012 0.003 -0.001
Si 27.184 2.733 6.648 -0.013 -0.006 -0.003
Si 24.465 5.455 6.684 0.004 -0.012 0.004
Si 27.159 8.182 6.676 -0.002 0.01 0.002
Si 24.438 10.873 6.675 -0.002 0.002 -0.004
Si 27.186 -2.714 6.673 0.005 -0.001 0.003
Si 13.614 0.018 6.762 -0.007 -0.003 0
Si 16.327 2.749 6.723 0.001 0.004 -0.007
Si 13.595 5.492 6.792 -0.013 0.017 0.004
Si 16.329 8.2 6.731 -0.002 -0.001 -0.003
Si 13.61 -5.399 6.765 -0.001 -0.006 -0.007
Si 16.333 -2.707 6.723 -0.003 0.003 -0.002
Si 17.677 1.38 8.081 0.003 -0.016 -0.004
Si 20.4 4.096 8.056 0.004 -0.003 -0.004
Si 17.686 6.817 8.066 0.001 0.007 -0.008
Si 20.397 9.53 8.033 0.005 -0.003 -0.006
Si 17.684 -4.071 8.077 -0.005 -0.009 -0.003
Si 20.408 -1.361 8.064 -0.001 0.008 -0.001
Si 23.108 1.37 8.041 -0.004 -0.009 0
Si 25.836 4.09 8.025 0.015 0.015 -0.002
Si 23.098 6.812 8.031 -0.007 -0.001 -0.005
Si 25.809 9.53 8.041 -0.007 -0.003 -0.002
Si 23.101 -4.069 8.031 0.003 0 -0.005
Si 25.829 -1.346 8.027 0.011 0.007 -0.003
Si 12.261 1.363 8.156 -0.002 0 0
Si 14.969 4.103 8.104 -0.005 -0.004 -0.011
Si 12.24 6.831 8.166 0.007 0.001 0.007
Si 14.97 -6.77 8.106 -0.003 0.002 0.001
Si 12.24 -4.048 8.126 0.002 -0.003 -0.003
Si 14.978 -1.348 8.098 -0.002 0.003 -0.006
Si 16.328 0.022 9.448 -0.012 0.005 -0.001
Si 19.048 2.739 9.424 0.007 0.013 -0.001
Si 16.333 5.467 9.446 0.002 0.006 -0.002
Si 19.052 8.173 9.413 0 -0.012 -0.001
Si 16.331 -5.415 9.454 0.002 0.007 -0.006
Si 19.049 -2.711 9.425 0.005 -0.002 -0.002
Si 21.768 0.006 9.41 -0.001 -0.006 -0.003
Si 24.482 2.726 9.39 -0.001 -0.003 0.001
Si 21.763 5.449 9.405 -0.003 -0.003 -0.001
Si 24.465 8.161 9.394 0.007 0.004 -0.002
Si 21.755 -5.432 9.394 0.002 0.016 -0.002
Si 24.476 -2.715 9.385 0 -0.006 -0.001
Si 10.892 0.026 9.525 -0.001 -0.003 0.005
Si 13.618 2.748 9.484 -0.004 -0.007 0.004
Si 10.889 5.468 9.531 0.001 0.002 0.003
Si 13.617 -8.121 9.488 -0.007 0.004 0.004
Si 10.894 -5.407 9.508 0.002 -0.005 -0.003
Si 13.611 -2.692 9.472 -0.002 0.005 -0.003
Si 17.696 -1.343 10.785 0.007 0.006 -0.003
Si 20.416 1.373 10.766 -0.001 -0.013 0
Si 17.698 4.103 10.791 -0.007 -0.009 -0.002
Si 20.409 6.804 10.765 0.012 0.003 -0.004
Si 17.697 9.53 10.784 -0.005 0.011 -0.009
Si 20.414 -4.072 10.767 -0.012 -0.009 -0.001
Si 23.132 -1.357 10.76 0.009 0.006 0.002
Si 25.839 1.363 10.754 0.006 -0.003 -0.001
Si 23.127 4.083 10.753 0 0.012 0.002
Si 25.838 6.799 10.739 -0.005 0.003 -0.002
Si 23.12 9.529 10.75 -0.008 -0.009 -0.001
Si 25.833 -4.073 10.754 0.005 0.002 0.003
Si 12.266 -1.34 10.857 0.004 -0.006 0.003
Si 14.983 1.382 10.822 0.005 -0.008 -0.002
Si 12.257 4.098 10.864 -0.002 0 0.003
Si 14.981 6.823 10.822 -0.006 0.003 0.002
Si 12.26 -6.77 10.858 0.009 0.002 -0.002
Si 14.978 -4.053 10.819 -0.007 -0.009 -0.002
Si 19.063 0.017 12.126 -0.006 -0.001 -0.001
Si 21.776 2.727 12.124 0 -0.008 0.002
Si 19.065 5.452 12.145 0.001 0.008 0.009
Si 21.774 8.161 12.106 -0.005 0 0.002
Si 19.058 10.894 12.123 0.009 -0.002 -0.001
Si 21.782 -2.72 12.122 -0.006 0 0.005
Si 24.49 0.003 12.119 0.001 -0.004 0.001
Si 27.203 2.715 12.116 0.003 0.01 0.001
Si 24.495 5.436 12.102 0.008 0 0.003
Si 27.198 8.145 12.109 0.001 0.002 -0.003
Si 24.487 10.875 12.112 -0.001 0.006 0.005
Si 27.191 -2.711 12.114 0.006 0.002 0.002
Si 13.63 0.032 12.193 -0.008 0.009 0.002
Si 16.35 2.746 12.16 -0.002 0.005 0.005
Si 13.627 5.467 12.193 -0.002 -0.004 0.005
Si 16.353 8.179 12.166 0.011 0.006 0
Si 13.634 -5.411 12.193 -0.008 0.002 -0.002
Si 16.341 -2.687 12.162 0.001 0 0.004
Si 17.723 1.384 13.494 0.007 -0.01 -0.002
Si 20.417 4.075 13.495 0.01 0.002 0.008
Si 17.723 6.82 13.513 -0.011 -0.002 0.011
Si 20.417 9.52 13.456 -0.01 0.006 -0.008
Si 17.712 -4.061 13.486 0.002 -0.008 0.001
Si 20.427 -1.345 13.467 -0.009 0.009 -0.001
Si 23.143 1.37 13.479 0.002 -0.006 0.002
Si 25.846 4.077 13.469 -0.003 0.002 0.008
Si 23.137 6.796 13.451 -0.008 0.012 0
Si 25.847 9.504 13.465 0.009 -0.016 0.002
Si 23.139 -4.088 13.478 0.007 -0.008 0.01
Si 25.845 -1.354 13.484 0.004 0.003 0.005
Si 12.282 1.382 13.573 0.002 -0.004 -0.002
Si 14.995 4.101 13.529 0.004 -0.005 0.006
Si 12.281 -9.505 13.58 0 0.004 0.01
Si 14.997 9.539 13.53 -0.007 0.004 -0.002
Si 12.298 -4.058 13.579 0.007 -0.003 0.004
Si 15.002 -1.318 13.54 -0.015 0.006 0.004
Si 16.373 0.057 14.873 0.004 0.016 0.006
Si 19.072 2.716 14.878 -0.012 -0.007 0.014
Si 16.372 5.453 14.865 0.007 0.005 0.004
Si 19.09 8.188 14.858 0.014 0.006 0.014
Si 16.37 -5.415 14.858 -0.002 -0.002 0.006
Si 19.076 -2.699 14.827 0 -0.004 0.002
Si 21.78 0.011 14.825 -0.004 -0.002 0.002
Si 24.5 2.731 14.84 0.004 -0.004 0.003
Si 21.795 5.439 14.817 -0.001 0.007 0.007
Si 24.499 8.128 14.819 0.006 -0.006 0.007
Si 21.779 10.848 14.811 -0.011 -0.017 0.001
Si 24.494 -2.726 14.837 -0.005 0 0.003
Si 10.964 0.026 14.973 -0.002 0.005 0.011
Si 13.641 2.754 14.905 -0.007 -0.007 0.004
Si 10.938 5.476 14.989 0 0 0.007
Si 13.665 -8.151 14.908 0.003 0.008 -0.005
Si 10.954 -5.427 14.946 0 -0.007 -0.002
Si 13.664 -2.682 14.912 -0.007 -0.008 0.005
Si 34.364 -1.642 -0.14 -0.213 0.186 0.728
Si 36.595 1.533 -0.11 0.216 -0.166 0.716
Si 34.302 3.722 -0.136 -0.105 0.206 0.735
Si 37.028 6.65 -0.258 -0.269 0.146 0.685
Si 33.674 9.914 0.033 0.184 -0.186 0.745
Si 36.632 -3.812 0.034 0.054 -0.206 0.713
Si 39.719 -1.563 0.063 -0.102 0.199 0.74
Si 42.553 1.136 0.039 -0.189 0.039 0.73
Si 39.218 4.382 -0.012 0.017 -0.157 0.711
Si -23.492 6.914 0.161 0.255 0 0.67
Si -25.535 9.307 -0.023 -0.193 0.204 0.673
Si 25.451 12.48 -0.049 0.072 0.011 0.643
Si 28.112 -0.97 -0.115 0.379 -0.413 0.616
Si 30.841 1.643 -0.173 0.293 -0.146 0.717
Si 28.863 4.016 0.25 -0.171 -0.104 0.6
Si 31.154 7.063 0.282 0.057 -0.115 0.694
Si 29.024 9.356 0.062 -0.332 0.122 0.665
Si 31.378 12.038 0.181 -0.069 0.249 0.694
Si 35.429 -0.035 1.212 0.003 0.012 -0.043
Si 38.099 2.739 1.237 -0.022 0.013 -0.038
Si 35.401 5.461 1.07 0.033 -0.01 -0.066
Si -27.2 8.188 1.221 0.016 -0.014 -0.049
Si 35.374 -5.37 1.268 0.016 -0.004 -0.067
Si 38.149 -2.682 1.385 0.012 -0.015 -0.038
Si 40.91 0.015 1.311 0.021 -0.004 -0.041
Si 27.147 2.801 1.325 0.009 0.002 -0.065
Si -24.609 5.43 1.498 -0.028 -0.01 -0.024
Si 27.235 8.241 1.156 0.011 -0.012 -0.017
Si -24.336 10.912 1.2 -0.004 0.029 -0.009
Si 27.123 -2.714 1.167 0.01 -0.001 -0.054
Si 29.791 0.063 1.206 0.004 -0.017 -0.069
Si 32.628 2.64 1.122 -0.046 -0.006 -0.046
Si 30.053 5.463 1.57 -0.01 0.017 0
Si 32.706 8.291 1.451 0.01 0.025 -0.066
Si 29.966 10.854 1.571 0.003 0.005 -0.046
Si 32.656 -2.625 1.194 0.013 0.004 -0.069
Si 33.973 1.295 2.535 0.01 0.025 0.029
Si 36.703 4.111 2.569 0.004 0.04 0.031
Si 34.095 6.786 2.573 0.012 -0.037 0.021
Si -28.57 9.527 2.588 0.02 0.005 0.015
Si 33.997 -4.002 2.626 -0.033 -0.005 0.03
Si 36.774 -1.305 2.675 -0.01 0.008 0.019
Si 39.49 1.393 2.601 -0.007 -0.006 0.003
Si -23.135 4.057 2.715 0.014 -0.001 0.006
Si -25.936 6.86 2.747 -0.028 0.02 0.032
Si -23.043 9.541 2.63 -0.021 -0.005 0.006
Si -25.77 12.186 2.629 0.026 -0.009 0.01
Si 25.768 -1.372 2.598 0.044 0.011 0.019
Si 28.498 1.397 2.661 0.015 -0.01 0.025
Si 31.44 4.012 2.695 0.038 -0.057 0.017
Si 28.509 6.853 2.654 -0.01 0.059 0.009
Si 31.336 9.534 2.88 0.016 0 0.042
Si 28.479 12.295 2.621 -0.042 0.016 0.012
Si 31.236 -1.289 2.522 0 0.002 0.013
Si 32.609 0 3.942 0.009 0.003 0.014
Si 35.337 2.71 3.904 -0.006 0.008 -0.021
Si 32.749 5.436 3.994 0.007 0.009 0.019
Si -29.882 8.15 3.979 -0.009 0.001 0.006
Si 32.699 -5.352 4.081 0.02 -0.005 0.002
Si 35.379 -2.682 3.993 -0.007 0 -0.01
Si 38.134 0.048 4.001 0 0.007 0.01
Si -24.482 2.699 4.053 -0.014 -0.009 0.006
Si -27.265 5.436 4.037 0.002 -0.018 -0.011
Si -24.468 8.202 4.006 0.02 -0.015 -0.012
Si -27.181 10.858 3.971 0.009 -0.007 0
Si -24.449 -2.746 4.019 0.012 0.014 -0.018
Si 27.137 0 3.967 -0.012 0.009 0.007
Si 29.941 2.715 3.985 -0.029 -0.007 -0.014
Si 27.132 5.486 3.971 0.009 0.005 0.014
Si 29.889 8.148 4.069 -0.001 -0.011 0.006
Si 27.169 10.915 3.994 0.012 -0.013 0.019
Si 29.899 -2.668 3.92 0.005 -0.003 0.001
Si 33.941 -1.381 16.285 0.004 -0.001 -0.007
Si 36.632 1.292 16.255 -0.003 -0.002 -0.002
Si 33.881 4.022 16.253 -0.017 0.001 0.008
Si -28.665 6.747 16.158 0.002 -0.005 -0.02
Si 33.884 -6.853 16.196 0.01 -0.017 -0.014
Si 36.633 -4.067 16.279 0.015 0.006 0.007
Si 39.349 -1.415 16.267 -0.002 -0.002 -0.002
Si 25.88 1.387 16.19 0.005 0.004 -0.002
Si -25.917 4.006 16.228 -0.022 0.013 -0.005
Si 25.824 6.754 16.207 -0.023 0.007 0.002
Si -25.913 9.531 16.211 0.015 0.004 -0.005
Si 25.836 -4.106 16.198 0.007 0.007 0.007
Si 28.566 -1.339 16.2 0.014 0.003 -0.003
Si 31.24 1.334 16.294 0.005 -0.001 0.001
Si 28.519 4.054 16.27 -0.009 0.003 0.01
Si 31.241 6.768 16.237 -0.013 0.003 -0.008
Si 28.544 9.514 16.176 -0.001 -0.019 -0.006
Si 31.254 -4.086 16.21 0.009 -0.002 0.006
Si 35.294 -0.041 17.68 -0.009 0.011 -0.009
Si 37.969 2.67 17.585 0.011 -0.013 0.026
Si 35.218 5.443 17.533 0.014 0.03 -0.013
Si -27.295 8.121 17.446 -0.017 0.006 0.007
Si 35.192 -5.457 17.518 -0.018 0.002 -0.008
Si 37.982 -2.704 17.688 -0.025 0.016 0.013
Si 40.724 -0.079 17.613 0.032 0.007 0.007
Si 27.16 2.714 17.675 -0.028 0.007 0.007
Si -24.464 5.311 17.527 0.027 0.012 0.008
Si 27.16 8.168 17.503 0.019 0.001 0.006
Si -24.573 10.822 17.668 0 -0.035 0.003
Si 27.243 -2.744 17.505 -0.011 0.003 0.013
Si 29.859 0.001 17.662 0.005 -0.008 0.007
Si 32.582 2.66 17.712 0.018 0.008 0.034
Si 29.917 5.39 17.604 0.025 0.006 0.024
Si 32.567 8.123 17.636 0.007 0.006 0
Si 29.933 10.833 17.544 0.007 -0.004 0.009
Si 32.564 -2.735 17.632 0.01 -0.008 0.018
Si 33.98 1.304 19.103 0.005 0.012 -0.003
Si 36.541 4.073 18.844 0.001 -0.036 -0.057
Si 33.875 6.711 19.002 -0.009 -0.018 -0.01
Si 36.526 -6.897 18.747 -0.022 -0.037 -0.044
Si 33.885 -4.141 18.987 0.001 -0.022 -0.028
Si 36.622 -1.356 19.121 0.025 -0.001 -0.002
Si 39.345 1.287 18.912 -0.002 0.003 -0.033
Si 25.77 4.046 19.072 -0.026 -0.037 0.008
Si -25.828 6.783 18.681 0.005 0.018 -0.052
Si 25.735 9.467 18.85 -0.023 -0.023 -0.006
Si 39.346 -4.102 18.994 0.03 0.016 -0.015
Si 42.046 -1.403 19.065 0.014 0.008 -0.018
Si 28.511 1.368 19.063 0.028 -0.015 0.008
Si 31.183 4 19.078 -0.022 0.015 -0.035
Si 28.554 6.845 18.828 0.013 0.005 -0.023
Si 31.26 9.533 19.004 -0.002 0.007 -0.007
Si 28.592 -4.124 18.862 -0.011 0.028 -0.031
Si 31.205 -1.381 19.018 0.004 -0.001 -0.002
Si 32.565 -0.077 20.452 0.019 0.003 0.024
Si 35.309 2.812 20.41 -0.05 -0.013 0.044
Si 32.563 5.346 20.447 -0.002 -0.002 0.06
Si 35.228 8.144 20.25 0.016 0.031 0.051
Si 32.544 10.88 20.479 0.013 0.009 0.045
Si 35.262 -2.847 20.383 -0.005 -0.024 0.04
Si 38 0.104 20.426 -0.026 -0.003 0.052
Si 40.774 2.553 20.258 0.037 -0.019 0.032
Si 38.069 5.442 19.903 0.015 -0.005 0.014
Si -24.609 7.96 20.29 0.061 0.006 0.067
Si 37.869 -5.562 20.053 -0.028 0.011 0.045
Si 40.653 -2.747 20.44 0.006 0.008 0.038
Si 27.092 -0.062 20.255 -0.016 -0.017 0.047
Si 29.807 2.689 20.558 0.028 0.013 0.037
Si 27.227 5.513 20.19 -0.001 0.013 0.047
Si 29.843 8.189 20.275 -0.008 -0.015 0.05
Si 27.092 10.89 20.071 0.01 0.026 0.042
Si 29.888 -2.828 20.347 0.029 -0.028 0.032
Si 33.666 -1.752 21.714 0.009 0.041 -0.657
Si 37.135 1.985 21.639 0.004 -0.11 -0.72
Si 33.64 3.737 21.868 0.172 0.208 -0.734
Si 36.967 6.965 21.222 -0.15 0.029 -0.753
Si 34.167 9.69 21.707 -0.171 -0.159 -0.772
Si 36.449 -4.522 21.568 -0.024 0.211 -0.731
Si 39.468 -1.157 21.744 -0.112 -0.149 -0.744
Si 25.565 0.983 21.707 0.122 0.186 -0.679
Si 39.387 4.099 21.252 0.021 -0.028 -0.467
Si 26.232 7.058 21.634 -0.325 -0.121 -0.776
Si 39.003 -7.106 21.315 0.189 -0.024 -0.666
Si 42.25 -3.862 21.775 -0.095 -0.155 -0.746
Si 28.223 -1.681 21.478 0.107 0.095 -0.757
Si 31.397 1.452 21.84 -0.205 -0.087 -0.677
Si 28.672 4.469 21.691 -0.083 -0.316 -0.724
Si 30.955 6.604 21.594 0.174 0.09 -0.809
Si 28.223 9.437 21.44 0.231 0.017 -0.701
Si 31.352 -3.903 21.906 -0.152 -0.211 -0.684
Si -26.731 0.262 -2.205 -0.109 0.021 0.173
Si -28.377 6.271 23.983 -0.025 0.063 -0.025
Si -30.071 -1.237 24.39 0.041 -0.08 -0.236
Si 29.587 -4.866 -2.094 0.08 -0.024 0.146
Si -32.294 7.22 -6.825 0.058 0.047 0.008
Si -31.654 -7.087 -2.964 0.013 0.113 0.059
Si -31.461 4.58 -3.089 0.048 -0.078 0.118
Si 22.383 0.782 -5.455 -0.165 0.032 0.105
Si 29.216 6.185 -3.946 0.054 -0.004 0
Si 30.967 -6.748 -6.717 -0.028 -0.139 -0.049
Si -32.055 1.781 -4.318 0.024 0.023 0.144
Si -29.432 6.305 -6.996 0.016 0.12 -0.029
Si 31.81 6.8 -2.565 0.092 -0.119 0.106
Si -28.95 1.558 24.646 0.063 0.208 -0.165
Si -28.336 -0.615 -4.509 0.015 0.027 0.027
Si 23.4 -2.018 -5.898 0.136 0.023 0.057
Si -28.872 -7.962 -2.955 0.066 -0.092 0.155
Si -31.398 6.455 26.142 0.029 0.034 0.068
Si 25.726 -3.604 -6.624 0.04 0.103 -0.062
Si 32.584 8.053 23.909 -0.044 0.029 -0.161
Si 26.856 1.065 24.541 -0.059 0.061 -0.148
Si 21.811 6.96 -4.803 -0.022 -0.017 0.061
Si -29.202 -7.898 25.757 -0.088 0.015 0.012
Si -27.209 -5.487 -2.199 0.123 -0.053 0.127
Si 21.992 -4.442 -6.755 -0.035 0.054 -0.004
Si -26.184 2.283 25.955 0.107 0.111 0.097
Si 22.938 -6.452 -4.762 0.028 0.044 0.002
Si 32.08 -1.84 -4.486 -0.062 -0.041 -0.064
Si -20.991 0.761 26.106 0.011 0.08 -0.074
Si 26.826 5.214 23.971 0.181 0.073 -0.178
Si -27.459 -2.881 23.834 -0.001 0.078 -0.06
Si 26.077 2.407 -2.347 -0.049 -0.114 -0.035
Si -26.005 5.453 25.592 -0.073 -0.048 -0.164
Si -28.676 4.79 -4.291 0.029 0.05 0.055
Si 26.791 -4.398 -2.716 -0.003 0.014 0.004
Si -28.5 2.237 -5.751 0.044 -0.085 0.066
Si 27.198 5.277 -1.907 -0.026 0.047 0.04
Si 30.824 0.441 -3.146 -0.022 0.05 0.183
Si 29.582 -0.096 23.9 0.007 0.044 -0.085
Si 22.379 4.507 -3.126 0.091 0.037 0.151
Si 27.357 -3.465 25.767 0.083 -0.022 -0.126
Si -24.55 2.556 -2.087 0.035 -0.029 0.171
Si 25.882 -6.213 -4.939 0.093 -0.029 -0.111
Si -22.339 8.17 23.476 0.084 -0.014 -0.062
Si -26.65 6.839 -4.291 0.043 0.039 0.052
Si 31.757 -5.029 -4.278 0.078 -0.049 0.146
Si -25.177 -4.829 -4.284 0.067 0.007 0.024
Si -24.42 -5.944 23.376 0.059 0.083 -0.028
Si -30.906 -0.677 -3.08 -0.077 -0.038 0.091
Si 27.94 0.025 -2.927 -0.121 -0.18 0.125
Si -30.384 4.176 24.77 -0.083 -0.024 -0.202
Si 30.311 -7.556 25.812 -0.185 -0.093 -0.171
Si 25.986 -1.96 -4.379 0.07 0.129 -0.084
Si 30.97 5.054 -6.061 -0.005 0.074 -0.037
Si 33.98 -1.342 5.325 -0.013 -0.003 0.01
Si 36.717 1.388 5.314 -0.006 0.019 -0.004
Si 34.048 4.058 5.356 0.008 0.009 0.013
Si -28.579 6.802 5.401 -0.01 -0.013 0.011
Si 34.04 9.523 5.354 -0.001 -0.016 0.007
Si -28.547 12.236 5.326 -0.002 0 -0.005
Si -25.823 -1.365 5.356 0.007 -0.002 -0.006
Si -23.128 1.344 5.432 0.008 0.006 0.005
Si -25.864 4.079 5.373 -0.006 0.011 0
Si -23.143 6.806 5.391 -0.011 0.011 0.001
Si -25.839 9.526 5.379 -0.001 -0.003 0
Si -23.113 12.225 5.41 -0.011 -0.005 0.001
Si 28.536 -1.341 5.31 -0.005 -0.001 0.001
Si 31.274 1.347 5.341 0.007 0.012 0.006
Si 28.544 4.104 5.29 0.001 -0.007 -0.001
Si 31.301 6.763 5.336 -0.013 -0.005 -0.001
Si 28.538 9.559 5.36 -0.004 0.014 0.007
Si 31.254 -4.012 5.341 -0.006 0.013 0.004
Si 35.352 0.017 6.675 -0.003 0.001 -0.005
Si -27.225 2.719 6.728 -0.004 0.01 -0.004
Si -29.925 5.429 6.747 0.007 -0.005 0.007
Si -27.194 8.152 6.738 0.007 -0.011 -0.001
Si -29.891 10.876 6.715 0.01 -0.012 0.001
Si -27.203 -2.724 6.703 0.003 0.002 -0.001
Si -24.49 -0.028 6.764 0.002 -0.002 -0.001
Si -21.772 2.7 6.795 -0.001 -0.002 0.005
Si -24.502 5.432 6.744 -0.001 -0.003 0.002
Si -21.782 8.144 6.778 0.001 0.001 -0.009
Si -24.492 10.874 6.757 -0.001 0.005 0
Si -21.761 -2.754 6.794 0.005 -0.004 -0.002
Si 29.901 -0.003 6.689 0.003 -0.006 -0.002
Si 32.64 2.713 6.688 -0.001 0.009 0.001
Si 29.914 5.425 6.68 0.008 0.008 0.002
Si 32.642 8.161 6.686 0.005 -0.004 -0.004
Si 29.912 -5.404 6.695 0.003 -0.007 0.008
Si 32.626 -2.687 6.706 -0.001 -0.003 0
Si 33.991 1.355 8.055 0.004 0.01 -0.007
Si -28.571 4.072 8.105 0.002 0.023 0.006
Si 33.974 6.794 8.074 -0.005 -0.019 -0.007
Si -28.561 9.511 8.092 0.01 0.007 -0.003
Si 33.988 -4.081 8.042 -0.011 -0.002 -0.008
Si -28.583 -1.363 8.045 -0.003 -0.008 -0.01
Si -25.872 1.343 8.092 -0.012 -0.004 -0.013
Si -23.151 4.066 8.124 0.002 0.01 -0.006
Si -25.859 6.782 8.111 0.002 0.007 -0.001
Si -23.148 9.502 8.129 -0.005 -0.009 -0.002
Si -25.864 -4.084 8.094 0.01 -0.007 -0.003
Si -23.136 -1.388 8.132 -0.007 0.001 -0.002
Si 28.537 1.37 8.024 0.006 0.008 0
Si 31.266 4.065 8.043 -0.017 -0.016 0.009
Si 28.544 6.808 8.013 -0.003 -0.001 -0.005
Si 31.273 -6.791 8.035 -0.007 0 -0.002
Si 28.541 -4.064 8.051 0.002 0.001 -0.001
Si 31.259 -1.347 8.065 0.003 -0.004 0.001
Si 32.627 0.003 9.417 -0.004 0.009 0.003
Si -29.949 2.706 9.438 0.001 -0.004 -0.002
Si 32.609 5.426 9.417 -0.008 0.019 0.002
Si -29.941 8.148 9.435 0.005 -0.003 -0.006
Si 32.628 -5.441 9.406 0.007 -0.013 0.004
Si -29.942 -2.722 9.41 0.006 0.004 -0.005
Si -27.238 -0.02 9.437 0.004 0.007 -0.001
Si -24.517 2.694 9.47 -0.002 0.001 0
Si -27.221 5.426 9.471 0.01 -0.007 0
Si -24.509 8.137 9.481 0 -0.008 -0.002
Si -27.218 -5.449 9.456 0.005 -0.005 0
Si -24.511 -2.746 9.474 -0.003 0 -0.001
Si 27.191 0.006 9.391 0.005 -0.002 -0.003
Si 29.903 2.71 9.397 0.005 -0.002 0.008
Si 27.199 5.443 9.381 0.004 -0.008 0
Si 29.902 8.161 9.382 -0.005 0.01 0.003
Si 27.18 -5.436 9.395 -0.002 -0.002 -0.002
Si 29.905 -2.717 9.415 -0.001 0 0.005
Si 33.973 -1.372 10.776 0.001 -0.009 -0.004
Si -28.605 1.332 10.797 -0.002 0.002 -0.005
Si -31.323 4.061 10.788 0 0 0.002
Si -28.599 6.784 10.813 0.005 -0.003 -0.003
Si -31.311 9.512 10.78 0 -0.002 0.003
Si -28.599 -4.086 10.787 0.002 -0.007 -0.01
Si -25.886 -1.38 10.809 0.001 -0.007 -0.005
Si -23.169 1.327 10.845 -0.006 -0.002 -0.001
Si -25.88 4.05 10.832 -0.009 0.017 -0.002
Si -23.161 6.771 10.85 -0.005 0.011 -0.001
Si -25.88 9.497 10.826 0.008 0.001 -0.001
Si -23.167 -4.114 10.845 -0.001 0.001 -0.001
Si 28.548 -1.349 10.762 0.002 0.003 0.004
Si 31.261 1.358 10.768 -0.006 -0.001 0.004
Si 28.546 4.077 10.748 0.002 0.01 -0.002
Si 31.241 6.79 10.758 -0.007 -0.006 0.005
Si 28.542 9.516 10.745 -0.009 0.002 0
Si 31.262 -4.086 10.769 -0.004 0 0.006
Si 35.309 -0.017 12.159 0.01 0.003 0.002
Si -27.254 2.678 12.169 -0.005 -0.01 0
Si -29.964 5.408 12.153 -0.001 0.009 0.002
Si -27.251 8.145 12.183 0.008 0.008 -0.005
Si -29.961 10.876 12.144 0.016 0.007 0.004
Si -27.254 -2.733 12.16 0.006 0.002 -0.008
Si -24.53 -0.046 12.192 -0.01 0.004 0.006
Si -21.811 2.675 12.216 0.003 -0.002 0.004
Si -24.527 5.406 12.198 0.01 -0.008 0.003
Si -21.804 8.122 12.219 0.006 -0.004 0.009
Si -24.53 10.846 12.198 -0.004 -0.01 0.004
Si -21.818 -2.767 12.223 -0.008 -0.009 0.004
Si 29.914 -0.004 12.129 0.014 0.004 0.005
Si 32.595 2.707 12.156 -0.004 -0.003 0.007
Si 29.892 5.423 12.125 -0.015 -0.006 0.006
Si 32.597 8.142 12.122 -0.003 -0.001 0.006
Si 29.89 -5.447 12.114 -0.001 -0.017 0.005
Si 32.618 -2.731 12.138 0.005 0.007 0.008
Si 33.939 1.333 13.522 -0.006 0.002 0.009
Si -28.633 4.022 13.522 0.013 -0.004 -0.003
Si -31.343 6.766 13.487 0.01 -0.004 0.003
Si -28.62 9.52 13.522 -0.01 0.003 0.003
Si 33.96 -4.095 13.513 0.013 -0.012 0.002
Si 36.657 -1.384 13.52 0.006 -0.01 0
Si -25.907 1.306 13.531 -0.003 0.007 -0.001
Si -23.178 4.035 13.561 -0.015 0.016 0.011
Si -25.903 6.768 13.539 -0.01 0.001 -0.009
Si -23.177 9.482 13.562 0.001 0.006 0.008
Si -25.908 -4.098 13.522 -0.01 0.006 -0.003
Si -23.189 -1.417 13.572 0.006 -0.003 0.004
Si 28.567 1.364 13.484 -0.001 -0.01 -0.002
Si 31.222 4.06 13.512 -0.01 0.024 0.003
Si 28.535 6.775 13.487 -0.001 -0.003 -0.001
Si 31.227 9.497 13.475 -0.006 0.006 0.005
Si 28.546 -4.07 13.475 -0.014 0.013 0.007
Si 31.268 -1.364 13.498 0 -0.012 0.004
Si 32.593 -0.017 14.909 0.004 -0.009 -0.001
Si 35.279 2.677 14.904 0.009 -0.003 0.002
Si 32.582 5.411 14.864 0.008 0.009 0.005
Si -30.005 8.142 14.834 0.007 0.006 -0.005
Si 32.572 -5.464 14.834 -0.003 -0.007 0
Si 35.295 -2.723 14.893 -0.002 0.003 0.013
Si 38.009 -0.045 14.895 0.008 0.004 0.004
Si -24.548 2.65 14.89 0.011 -0.003 0.012
Si -27.267 5.377 14.863 -0.001 0.01 -0.001
Si -24.543 8.12 14.905 -0.007 -0.002 0.01
Si -27.282 10.902 14.89 0.004 -0.005 -0.001
Si -24.564 -2.78 14.923 -0.006 -0.003 -0.002
Si 27.213 0.011 14.833 0.006 0.005 0.003
Si 29.889 2.697 14.908 -0.003 -0.003 0.013
Si 27.194 5.407 14.859 -0.001 0.005 0.004
Si 29.891 8.123 14.85 0.002 0.004 0
Si 27.193 10.877 14.82 0.004 -0.002 0.002
Si 29.909 -2.718 14.847 0.005 0.008 -0.002
Si -14.636 -1.748 0.157 -0.242 0.225 0.748
Si -12.453 1.415 0.227 0.268 -0.121 0.686
Si -14.519 3.771 0.274 -0.23 0.088 0.754
Si -11.933 6.448 0.229 -0.049 0.163 0.712
Si -15.182 -6.553 0.157 0.147 -0.153 0.724
Si -12.318 -3.892 0.257 0.142 -0.266 0.761
Si -9.301 -1.71 0.345 -0.026 0.24 0.738
Si -6.496 1.08 -0.037 -0.238 0.104 0.727
Si -9.731 4.269 0.326 0.03 -0.118 0.675
Si -7.106 7.024 0.251 0.164 -0.096 0.756
Si -9.224 -6.992 0.252 -0.185 0.1 0.683
Si -23.239 12.629 -0.074 0.132 -0.308 0.703
Si -20.492 -1.065 -0.015 0.128 -0.181 0.742
Si -17.864 1.677 0.202 0.169 -0.197 0.689
Si -20.149 3.873 0.158 -0.167 0.224 0.671
Si -17.836 6.999 0.096 0.166 -0.177 0.704
Si -20.147 9.162 -0.088 -0.267 0.288 0.666
Si -17.43 11.94 0.262 -0.104 0.115 0.761
Si -13.619 -0.11 1.519 0.003 -0.014 -0.028
Si -10.874 2.621 1.518 -0.011 0.005 -0.03
Si -13.467 5.356 1.605 -0.003 0.003 -0.087
Si -10.841 8.128 1.468 0.011 -0.008 -0.053
Si -13.548 -5.482 1.463 -0.015 0.002 -0.057
Si -10.816 -2.824 1.684 -0.008 0.002 -0.046
Si -8.071 -0.028 1.393 0.028 0.016 -0.042
Si -21.697 2.694 1.441 0.003 -0.001 -0.049
Si -8.188 5.451 1.599 -0.004 0.004 -0.037
Si -21.752 8.084 1.276 -0.013 0.001 -0.037
Si -8.041 -5.443 1.513 0.011 0.022 -0.032
Si -21.672 -2.642 1.31 0.002 0.011 -0.073
Si -18.98 0.022 1.413 -0.022 0.015 -0.055
Si -16.24 2.738 1.493 0.016 -0.004 -0.052
Si -18.993 5.454 1.425 0.012 -0.012 -0.039
Si -16.264 8.116 1.429 -0.018 0.011 -0.065
Si -19.096 10.763 1.354 0.018 -0.024 -0.031
Si -16.25 -2.796 1.503 0.012 -0.002 -0.067
Si -14.968 1.289 2.851 0.009 0.008 0.023
Si -12.165 3.98 2.96 0.018 0 0.029
Si -14.907 6.768 2.809 -0.011 -0.006 0.008
Si -12.217 -6.858 2.82 0.025 0.019 0.015
Si -14.893 -4.135 2.871 -0.013 -0.02 0.044
Si -12.2 -1.387 2.909 -0.013 0.004 0.012
Si -9.436 1.302 2.806 -0.016 -0.026 0.003
Si -6.801 4.027 2.836 0.018 0.007 0.004
Si -9.518 6.822 2.936 -0.026 0.007 0.049
Si -6.74 -6.779 2.93 -0.02 -0.004 0.03
Si -9.451 -4.202 2.945 0.021 -0.036 0.012
Si -23.056 -1.348 2.721 0.005 0.006 0.027
Si -20.341 1.353 2.815 -0.009 -0.007 0.041
Si -17.609 4.122 2.806 -0.018 0 0.026
Si -20.425 6.769 2.731 0.002 -0.004 0.024
Si -17.697 9.448 2.771 0.017 0.016 0.034
Si -20.388 12.225 2.667 0.008 0.007 -0.006
Si -17.638 -1.378 2.758 0 0.012 -0.004
Si -16.326 -0.05 4.191 0 0.01 0.012
Si -13.591 2.637 4.23 -0.007 0.007 -0.002
Si -16.274 5.441 4.188 -0.006 -0.001 0.009
Si -13.573 8.121 4.187 -0.002 -0.011 0.008
Si -16.324 -5.499 4.146 -0.006 -0.011 -0.023
Si -13.563 -2.762 4.236 -0.008 -0.014 -0.004
Si -10.812 -0.021 4.209 -0.011 0.017 -0.005
Si -8.142 2.68 4.21 -0.003 -0.013 -0.005
Si -10.838 5.406 4.274 0.002 -0.005 -0.015
Si -8.136 8.175 4.262 0.006 -0.007 -0.005
Si -10.862 -5.535 4.24 -0.006 -0.007 0
Si -8.103 -2.75 4.21 0.017 0.02 -0.035
Si -21.729 -0.015 4.124 -0.003 0.005 0.001
Si -18.985 2.732 4.138 0.004 -0.017 -0.002
Si -21.777 5.412 4.078 0.025 0.004 0.021
Si -19.057 8.107 4.121 0.008 0.003 -0.003
Si -21.74 10.881 4.053 0.008 -0.026 0.001
Si -19.023 -2.76 4.067 -0.007 -0.002 0.013
Si -15.057 -1.406 16.389 0 0.01 -0.005
Si -12.35 1.304 16.382 -0.01 -0.004 -0.001
Si -15.035 4.03 16.35 -0.002 0.014 -0.017
Si -12.333 6.765 16.374 0.005 -0.008 -0.013
Si -15.021 -6.841 16.364 0.014 -0.014 -0.005
Si -12.291 -4.129 16.425 -0.003 0.005 0.003
Si -9.533 -1.407 16.412 -0.003 0.003 -0.018
Si -23.199 1.279 16.256 -0.012 -0.006 -0.023
Si -9.55 4.058 16.4 0.01 0.016 -0.01
Si -23.153 6.745 16.234 0.002 -0.005 -0.01
Si -9.579 9.523 16.437 0.016 -0.004 -0.003
Si -23.214 -4.136 16.305 -0.011 -0.003 0.002
Si -20.491 -1.423 16.346 -0.004 0.002 0.002
Si -17.784 1.274 16.367 -0.005 -0.007 0.002
Si -20.453 4.002 16.28 0 0.003 -0.002
Si -17.771 6.752 16.315 -0.012 0.004 -0.009
Si -20.489 9.456 16.313 0.005 -0.016 -0.002
Si -17.788 -4.125 16.348 -0.004 0.001 -0.005
Si -13.716 -0.056 17.772 -0.005 0.004 0.023
Si -10.995 2.7 17.683 0 0.008 -0.016
Si -13.708 5.404 17.735 -0.014 -0.012 -0.006
Si -11.006 8.141 17.729 -0.018 0.008 -0.004
Si -13.705 -5.471 17.765 0.008 0.011 0.009
Si -10.9 -2.771 17.77 0.017 0.006 -0.011
Si -8.166 -0.066 17.778 0.016 -0.009 0.018
Si -21.796 2.588 17.596 -0.003 -0.011 -0.011
Si -8.168 5.425 17.743 -0.005 -0.001 -0.023
Si -21.865 8.104 17.667 -0.011 -0.002 0.015
Si -8.221 -5.381 17.77 -0.024 0.007 -0.026
Si -21.88 -2.777 17.686 -0.017 0.008 0.015
Si -19.146 -0.095 17.762 0.013 0.006 0.001
Si -16.394 2.643 17.673 0.012 0.008 -0.007
Si -19.156 5.399 17.652 0.006 -0.002 0.016
Si -16.375 8.072 17.673 0.001 -0.01 -0.01
Si -19.143 10.807 17.682 0.005 0.011 0.016
Si -16.471 -2.745 17.724 0.01 -0.006 -0.018
Si -15.141 1.277 19.13 -0.013 -0.001 -0.035
Si -12.402 3.987 19.07 0.017 -0.002 -0.01
Si -15.06 6.754 19.124 -0.004 0.021 -0.007
Si -12.366 9.482 19.141 0.014 -0.031 -0.034
Si -15.145 -4.107 19.07 0.013 -0.012 -0.035
Si -12.328 -1.46 19.078 -0.014 0.004 -0.033
Si -9.648 1.307 18.968 0.01 -0.041 -0.023
Si -23.134 3.912 18.937 -0.022 0.023 -0.027
Si -9.644 6.738 19.009 -0.022 -0.032 0.001
Si -23.238 9.434 19.06 0.005 -0.007 -0.026
Si -9.55 -4.064 19.222 -0.016 0.015 0.006
Si -6.798 -1.357 19.251 0.008 0.004 -0.024
Si -20.533 1.271 19.087 -0.044 -0.022 0.003
Si -17.733 4.064 18.949 0.021 0.003 -0.026
Si -20.579 6.686 19.038 -0.007 -0.008 -0.017
Si -17.757 9.407 18.981 -0.018 0.017 -0.014
Si -20.56 -4.19 19.028 -0.005 0.005 -0.013
Si -17.829 -1.464 19.175 0.003 -0.004 0.004
Si -16.536 -0.059 20.57 0.012 0.024 0.055
Si -13.741 2.638 20.465 -0.014 0.012 0.088
Si -16.417 5.354 20.435 -0.014 0.005 0.088
Si -13.793 8.148 20.543 -0.011 0.021 0.057
Si -16.502 -5.52 20.392 0.012 0.007 0.062
Si -13.772 -2.77 20.427 -0.005 0.02 0.041
Si -10.982 -0.044 20.377 -0.007 0.009 0.058
Si -8.177 2.643 20.165 0.012 -0.021 0.024
Si -11.055 5.342 20.39 0.002 -0.009 0.041
Si -8.254 8.222 20.201 -0.032 0.013 -0.015
Si -11.01 -5.422 20.494 0.004 0.014 0.058
Si -8.16 -2.752 20.656 0.027 -0.01 0.094
Si 43.401 -0.076 20.532 -0.009 -0.014 0.062
Si -19.127 2.739 20.245 0.009 0.021 0.039
Si -21.918 5.249 20.42 0.018 0.003 0.05
Si -19.123 8.031 20.288 0.013 -0.029 0.022
Si -21.914 10.807 20.451 -0.057 -0.024 0.033
Si -19.241 -2.876 20.46 -0.01 0.009 0.061
Si -14.854 -1.17 21.783 -0.137 -0.101 -0.666
Si -12.579 1.028 21.714 0.081 0.114 -0.715
Si -15.332 3.757 21.795 0.268 0.235 -0.716
Si -12.09 7.006 21.675 -0.342 -0.303 -0.626
Si -15.017 9.74 21.857 -0.044 -0.269 -0.672
Si -12.721 -4.4 21.742 0.085 0.048 -0.696
Si -9.407 -1.071 21.757 -0.094 -0.339 -0.677
Si 41.739 1.019 21.818 0.157 0.158 -0.728
Si -9.325 4.18 21.446 -0.425 -0.278 -0.505
Si -23.679 6.214 21.644 0.057 0.121 -0.664
Si -9.778 9.267 21.611 0.223 0.403 -0.508
Si -6.445 -3.844 21.952 -0.265 -0.089 -0.68
Si 44.534 -1.707 21.838 0.106 0.125 -0.703
Si -17.71 1.661 21.732 -0.159 -0.345 -0.676
Si -20.191 4.234 21.688 -0.281 -0.091 -0.67
Si -18.01 6.514 21.695 0.139 0.158 -0.73
Si -20.342 9.482 21.605 -0.232 -0.047 -0.627
Si -18.202 -4.577 21.705 0.078 0.162 -0.777
Si -10.686 0 -1.794 -0.058 0.048 0.004
Si -20.118 -2.741 -6.447 0.046 -0.019 0.025
Si -12.054 1.918 24.611 -0.092 0.001 -0.131
Si -7.38 -1.61 26.119 -0.078 -0.066 0.059
Si -12.37 -6.452 25.908 0.051 -0.071 -0.15
Si -14.941 -7.408 -2.806 -0.051 -0.015 0.149
Si -15.285 4.197 -2.654 0.085 -0.203 -0.059
Si -23.955 -0.41 -6.352 0.148 0.017 -0.068
Si -21.746 5.557 -1.925 0.058 -0.103 0.066
Si -4.443 7.655 24.078 0.083 0.068 -0.078
Si -9.559 3.188 26.088 -0.085 0.174 -0.035
Si -7.726 -4.168 24.699 0.102 0.011 -0.092
Si -16.868 6.624 -2.818 -0.005 0.035 0.112
Si -15.289 -2.279 24.678 0.061 0.029 -0.126
Si -15.871 0.147 -4.763 0.094 -0.023 0.063
Si -19.413 2.629 24.033 0.016 -0.003 -0.088
Si -10.559 -7.291 -3.823 -0.114 0.108 -0.002
Si -15.604 6.296 26.1 -0.049 -0.086 -0.001
Si -21.122 -5.226 -5.218 0.048 -0.01 0.056
Si -16.711 -8.113 24.073 -0.007 0.118 -0.118
Si -23.369 1.963 24.784 -0.037 -0.041 -0.109
Si -21.406 -7.956 -2.604 0.009 0.123 0.024
Si -22.642 3.72 -4.134 0.02 -0.053 0.042
Si -10.495 -5.077 -1.994 0.039 -0.04 0.11
Si -17.019 -0.581 26.274 -0.031 -0.049 0.028
Si -9.861 -2.144 24.571 0.151 0.015 -0.012
Si -22.674 -3.635 -3.094 0.019 0.102 0.023
Si -18.622 -4.213 -4.561 0.04 0.067 0.066
Si -5.221 0.436 25.854 0.146 -0.008 -0.008
Si -23.316 4.702 26.093 -0.031 0.024 0.029
Si -12.356 -3.553 24.631 -0.084 -0.065 -0.086
Si -18.136 4.463 26.154 0.018 -0.145 -0.059
Si -18.648 2.932 -6.346 0.087 0.086 0.033
Si -12.672 4.169 -4.091 0.019 -0.052 0.005
Si -18.639 -2.597 -2.069 -0.021 0.076 0.137
Si -10.778 -0.098 -4.781 -0.043 -0.122 -0.029
Si -17.945 5.824 -5.331 -0.069 -0.164 -0.068
Si -17.416 1.933 -2.651 0.006 -0.026 0.118
Si -19.476 -1.308 24.69 0.03 -0.007 -0.136
Si -17.869 -3.841 24.693 -0.04 0.021 -0.196
Si -18.789 -6.55 25.919 -0.084 -0.141 -0.067
Si -8.545 2.381 -1.882 0.064 -0.043 0.007
Si -21.902 -8.035 -5.491 0.082 -0.035 0.085
Si -12.696 5.918 -6.471 0.069 -0.06 0.004
Si -12.568 7.042 -2.705 -0.1 0.015 0.144
Si -15.552 -4.617 -4.115 0.028 0.073 0.023
Si -8.553 -3.853 -3.951 -0.03 0.022 0.076
Si -11.641 7.279 24.5 0.137 0.051 -0.057
Si -15.74 -1.94 -2.705 -0.033 -0.082 0.118
Si -20.189 1.708 -3.99 0.045 -0.022 -0.035
Si -14.565 3.808 24.819 -0.109 -0.053 -0.102
Si -24.17 -7.851 -3.797 -0.009 -0.029 0.104
Si -21.624 -0.94 -4.446 -0.129 -0.129 0.066
Si -8.637 8.087 23.959 -0.068 0.049 -0.131
Si -14.953 -1.401 5.549 0.002 0.004 0.007
Si -12.198 1.313 5.575 0.007 0.005 0.004
Si -14.944 4.044 5.545 -0.001 -0.007 0.012
Si -12.232 6.766 5.579 -0.001 0.004 0.011
Si -14.956 9.48 5.522 -0.01 -0.002 0.005
Si -12.206 12.19 5.573 0.006 -0.003 0.007
Si -9.474 -1.395 5.569 -0.005 -0.011 0.003
Si -6.788 1.321 5.576 0.006 0.009 0
Si -9.473 4.043 5.6 0.003 0.007 0.002
Si -6.776 6.774 5.577 -0.003 -0.001 0.003
Si -9.507 -6.839 5.633 -0.007 0.004 0.01
Si -6.76 -4.083 5.603 -0.003 0.009 0
Si -20.381 -1.405 5.451 0.012 0.002 0.002
Si -17.673 1.342 5.515 -0.005 0.009 0.012
Si -20.403 4.07 5.455 -0.004 -0.003 0.002
Si -17.683 6.78 5.505 -0.009 0.006 0.007
Si -20.404 9.509 5.439 0.006 0.011 0.008
Si -17.68 -4.109 5.47 0.008 0.002 0
Si -13.581 -0.046 6.907 0 -0.002 -0.004
Si -10.859 2.69 6.938 -0.004 0.001 -0.002
Si -13.595 5.401 6.918 -0.001 0.002 -0.005
Si -10.875 8.114 6.958 0.01 -0.01 -0.004
Si -13.599 10.837 6.9 0.002 0 -0.009
Si -10.849 -2.755 6.921 0.001 -0.006 -0.001
Si -8.143 -0.025 6.947 -0.002 0.006 -0.009
Si -5.429 2.688 6.944 0.001 -0.003 -0.001
Si -8.125 5.415 6.952 0 -0.004 -0.004
Si -5.428 8.148 6.946 -0.004 0 -0.011
Si -8.138 -5.448 6.951 -0.013 -0.005 -0.005
Si -5.405 -2.726 6.959 -0.001 0 -0.002
Si -19.047 -0.038 6.833 0.004 -0.001 0
Si -16.315 2.687 6.887 -0.001 -0.002 -0.002
Si -19.051 5.412 6.839 0.009 -0.004 -0.003
Si -16.323 8.129 6.874 -0.007 -0.001 0.002
Si -19.048 -5.468 6.82 -0.004 -0.006 0.001
Si -16.332 -2.766 6.868 -0.003 0.001 0
Si -14.952 1.325 8.245 0.01 0.015 -0.008
Si -12.229 4.05 8.282 0.004 0.004 -0.002
Si -14.971 6.769 8.246 -0.004 -0.01 -0.011
Si -12.244 9.491 8.282 -0.005 -0.009 -0.005
Si -14.971 -4.117 8.239 0 0 -0.002
Si -12.228 -1.401 8.271 -0.002 0.002 -0.004
Si -9.505 1.335 8.304 0 0.001 -0.002
Si -6.769 4.061 8.312 0.001 0.006 -0.005
Si -9.503 6.763 8.307 -0.006 -0.002 0.002
Si -6.785 -6.814 8.309 -0.003 -0.009 -0.004
Si -9.502 -4.095 8.304 0.009 0.009 0
Si -6.773 -1.368 8.311 0.002 -0.002 0.002
Si -20.426 1.327 8.164 -0.008 -0.001 -0.004
Si -17.699 4.05 8.211 -0.01 -0.009 -0.002
Si -20.43 6.784 8.161 0.006 0.009 -0.008
Si -17.697 -6.822 8.202 0.012 0.008 -0.004
Si -20.417 -4.112 8.17 0.004 0.002 -0.002
Si -17.693 -1.394 8.207 -0.002 0.002 -0.004
Si -16.332 -0.043 9.575 0.003 -0.003 -0.005
Si -13.601 2.681 9.616 0.002 0.004 0
Si -16.34 5.403 9.58 0.007 0.01 -0.002
Si -13.615 8.127 9.618 -0.004 -0.002 -0.003
Si -16.344 -5.475 9.582 -0.003 -0.004 0
Si -13.61 -2.76 9.607 0.004 -0.003 0.001
Si -10.88 -0.032 9.64 -0.007 -0.003 -0.002
Si -8.144 2.705 9.661 0.002 0.009 -0.005
Si -10.874 5.406 9.652 0.003 -0.007 0.001
Si -8.147 8.139 9.66 -0.009 0.006 -0.009
Si -10.88 -5.464 9.639 0 0.006 -0.008
Si -8.144 -2.731 9.661 -0.008 -0.007 -0.007
Si -21.792 -0.035 9.51 0.006 -0.002 0.001
Si -19.071 2.677 9.538 0.006 -0.006 -0.001
Si -21.795 5.412 9.502 -0.001 -0.002 -0.001
Si -19.071 8.13 9.536 -0.001 -0.004 -0.001
Si -21.791 -5.474 9.506 -0.001 -0.003 0.001
Si -19.067 -2.757 9.545 0 0.003 0.002
Si -14.982 -1.398 10.952 0.004 0.003 0.005
Si -12.251 1.324 10.991 0.001 0.006 0.002
Si -14.981 4.044 10.945 -0.001 -0.004 0.002
Si -12.254 6.772 10.982 0.007 0.003 0.004
Si -14.99 9.489 10.954 -0.002 0 0.002
Si -12.255 -4.109 10.983 -0.002 -0.006 0.003
Si -9.521 -1.38 11.01 0.011 0.006 -0.003
Si -6.781 1.357 11.027 -0.004 0.003 0.001
Si -9.511 4.058 11.019 -0.005 -0.005 -0.002
Si -6.782 6.793 11.03 -0.001 -0.001 0
Si -9.517 9.503 11.002 0.001 -0.014 -0.001
Si -6.782 -4.084 11.021 -0.009 0.002 0.001
Si -20.445 -1.4 10.882 -0.001 0.003 0.003
Si -17.716 1.316 10.905 -0.002 0.008 -0.002
Si -20.445 4.042 10.871 0 0.006 0
Si -17.716 6.768 10.906 0.003 -0.008 -0.005
Si -20.439 9.49 10.88 0.003 0 -0.001
Si -17.714 -4.111 10.921 0.001 -0.001 -0.002
Si -13.63 -0.043 12.329 0.004 0.004 0.005
Si -10.889 2.688 12.352 0.015 0.003 -0.002
Si -13.631 5.404 12.317 0.001 -0.002 0.007
Si -10.894 8.138 12.341 0.002 0.003 -0.006
Si -13.635 10.85 12.323 0.005 -0.005 0.001
Si -10.898 -2.747 12.35 -0.002 0.003 -0.003
Si -8.163 -0.009 12.364 -0.007 -0.004 -0.006
Si -5.417 2.723 12.388 -0.012 0.009 0
Si -8.154 5.429 12.382 -0.007 0.002 -0.006
Si -5.419 8.168 12.387 -0.002 -0.004 -0.001
Si -8.156 -5.451 12.362 -0.01 0.002 -0.006
Si -5.417 -2.71 12.369 0.005 -0.006 -0.002
Si -19.085 -0.05 12.248 0.004 -0.002 -0.001
Si -16.359 2.67 12.269 0.002 -0.001 -0.003
Si -19.078 5.388 12.237 0.005 0.008 -0.002
Si -16.371 8.125 12.284 -0.001 -0.005 0.001
Si -19.091 -5.473 12.257 0.01 0.005 0.002
Si -16.357 -2.761 12.296 -0.001 0 0.003
Si -15.024 1.316 13.654 -0.014 0.015 0.004
Si -12.267 4.051 13.683 0.005 -0.008 0.006
Si -15.024 6.758 13.648 -0.011 0.012 0.007
Si -12.275 9.49 13.681 0.01 -0.008 0
Si -15.004 -4.113 13.677 0.007 -0.015 0.01
Si -12.276 -1.4 13.704 0.002 0.002 0.013
Si -9.539 1.33 13.726 0.007 0.001 0.002
Si -6.79 4.073 13.748 -0.001 0 0.004
Si -9.534 6.798 13.719 -0.001 0.003 -0.002
Si -6.79 9.534 13.741 -0.009 0.006 0.007
Si -9.534 -4.102 13.71 0.017 -0.007 0.006
Si -6.788 -1.351 13.718 -0.019 0.005 -0.005
Si -20.463 1.303 13.585 0.002 -0.001 0.005
Si -17.734 4.018 13.609 0.008 -0.002 -0.002
Si -20.438 6.756 13.571 0.01 -0.017 0
Si -17.736 9.494 13.627 -0.008 -0.005 0.001
Si -20.473 -4.124 13.602 -0.002 0.004 -0.004
Si -17.744 -1.408 13.631 -0.004 0.006 0.008
Si -16.397 -0.053 15.005 -0.001 -0.002 0.004
Si -13.661 2.682 15.001 0.005 0.003 -0.001
Si -16.398 5.381 14.983 0 -0.014 0.004
Si -13.668 8.124 15.001 0.008 -0.002 -0.003
Si -16.388 -5.476 15.012 -0.003 0.011 0.004
Si -13.652 -2.76 15.06 0.007 0.003 0.003
Si -10.92 -0.04 15.071 0.01 -0.008 -0.001
Si -8.169 2.689 15.082 -0.001 0.01 -0.012
Si -10.915 5.424 15.049 0.002 0.003 -0.005
Si -8.181 8.178 15.082 -0.007 -0.008 -0.015
Si -10.925 -5.463 15.048 -0.011 -0.012 0.007
Si -8.158 -2.73 15.049 0.001 0.006 -0.006
Si -21.819 -0.073 14.933 -0.008 0.004 -0.004
Si -19.092 2.639 14.952 0 0.003 -0.004
Si -21.79 5.381 14.906 0.007 0.008 0.004
Si -19.109 8.121 14.953 0.009 0.006 -0.004
Si -21.838 10.831 14.953 0.006 -0.003 0.01
Si -19.126 -2.767 14.974 0.005 -0.006 0.006
O 1.711 -0.467 23.007 -0.374 0.355 0.178
O -3.437 -5.802 22.874 -0.243 0.528 -0.168
O 5.435 3.976 -3.399 0.251 0.367 -0.098
O 8.164 -2.695 -0.195 -0.037 -0.122 -0.164
O 4.064 0.736 23.155 0.126 0.133 0.124
O 2.424 -4.131 24.244 -0.67 0.273 -0.31
O 1.347 -6.45 23.301 -0.181 -0.47 0.268
O 1.525 4.668 23.479 0.013 0.634 0.116
O -2.079 -3.999 -0.914 -0.422 -0.038 -0.195
O 7.356 4.555 23.126 -0.167 0.008 0.322
O -13.632 -1.096 -6.802 -0.421 -0.227 -0.08
O 0.992 -0.97 -1.373 -0.437 0.009 -0.161
O 3.382 -6.567 24.883 0.111 0.184 0.228
O -0.206 5.66 -6.79 0.197 0.207 0.013
O 3.703 5.592 -4.658 0.454 0.243 -0.1
O -4.9 -1.468 -3.919 -0.015 0.19 0.626
O 3.567 -1.637 24.357 0.245 0.05 0.189
O 7.092 -1.305 23.58 -0.569 -0.128 0.21
O -1.555 0.827 -1.414 0.013 -0.442 -0.113
O 4.364 0.531 -4.915 0.579 -0.002 0.059
O -0.681 7.243 22.988 0.579 0.083 0.114
O 10.86 -5.341 -3.452 0.042 -0.021 -0.601
O -4.306 3.842 23.243 0.246 -0.504 0.08
O -2.6 5.547 22.207 0.087 0.23 0.181
O -1.641 2.297 -3.586 -0.161 0.587 0.177
O -4.982 6.172 24.159 0.166 0.157 -0.197
O 5.756 -7.737 21.966 0.156 -0.11 0.032
O 2.292 -0.743 -3.723 -0.154 -0.474 -0.171
O -4.685 4.439 -1.103 -0.382 -0.229 -0.372
O 1.767 -5.047 -3.215 -0.111 0.177 0.032
O 1.524 3.82 -1.28 -0.325 -0.01 -0.534
O 0.142 -2.493 22.263 0.032 0.146 0.681
O 1.653 -7.436 -1.11 -0.271 -0.155 -0.225
O -11.285 6.601 -6.099 0.171 -0.388 0.235
O -0.542 7.649 25.608 0.306 0.626 0.229
O -3.466 -3.649 -3.053 -0.093 0.137 -0.013
O 3.743 7.272 -1.189 -0.077 -0.187 -0.357
O 11.386 -0.335 24.756 -0.11 0.201 -0.266
O 7.188 0.457 25.589 -0.579 0.228 -0.124
O -2.832 -5.131 25.366 -0.47 0.429 -0.035
O 5.398 5.469 -0.346 -0.058 0.16 -0.441
O 3.603 -6.902 -2.755 0.638 -0.197 -0.442
O 2.622 -2.673 -0.328 0.152 0.126 -0.468
O 2.934 3.366 -3.394 -0.388 -0.264 -0.423
O 13.067 -1.18 22.989 0.59 0.336 -0.016
O -8.196 2.986 25.252 0.375 -0.14 0.314
O 8.476 -4.817 25.434 -0.184 -0.102 0.156
O -6.81 -6.877 -2.355 -0.006 -0.6 0.36
O -6.616 -4.34 -1.499 0.029 0.317 -0.414
O 14.171 5.142 24.979 0.123 0.163 0.202
O 5.877 -7.201 24.575 -0.073 0.641 0.082
O 8.808 5.003 25.22 0.404 0.192 0.201
O 9.714 -4.795 23.155 0.238 0.014 0.315
O 6.467 -2.032 26.083 -0.041 -0.13 0.065
O -5.001 -5.929 -0.575 -0.429 0.181 0.346
O -10.935 -0.613 -3.259 -0.053 -0.634 0.098
O -7.004 1.994 23.107 0.374 0.06 0.462
O -7.528 7.245 23.139 0.195 -0.064 0.266
O -2.835 2.777 -0.327 0.087 0.086 -0.463
O 6.989 3.622 -1.277 0.169 -0.235 -0.107
O 8.559 -7.136 24.264 0.498 -0.289 -0.304
O -3.232 -7.771 -0.742 -0.111 0.065 0.071
O -15.631 5.658 -3.237 0.496 0.073 -0.388
O 5.585 2.79 22.343 0.1 -0.034 0.52
O -0.029 2.783 22.428 0.132 -0.02 0.246
O 3.096 -5.364 21.871 0.186 -0.13 0.034
O -7.095 1.8 -1.399 0.002 -0.066 -0.283
O 6.88 6.953 -6.059 -0.352 -0.423 0.446
O 12.879 -6.856 23.104 -0.341 -0.279 0.612
O -1.956 1.124 23.187 -0.016 0.135 0.394
O 2.008 -1.823 -6.988 0.363 0.365 -0.064
O 2.668 5.536 25.785 0.261 -0.181 0.138
O -2.433 -2.287 -5.049 -0.09 -0.247 -0.507
O 5.557 -7.035 -6.031 -0.188 0.229 0.531
O -24.951 1.798 25.031 -0.19 -0.187 -0.166
O -16.663 3.359 -2.644 -0.252 0.264 -0.173
O 19.022 2.684 -0.535 -0.281 -0.187 -0.591
O 29.43 -7.226 -6.547 -0.198 0.071 -0.191
O 9.748 -4.113 -1.501 -0.456 -0.163 -0.082
O 28.358 -4.004 -2.674 0.207 0.319 -0.299
O -14.947 -4.244 -5.569 0.153 0.039 0.145
O 16.903 6.67 -2.756 0.131 0.254 -0.414
O 3.707 2.443 -1.006 0.196 0.357 -0.138
O -5.359 -0.025 -0.5 -0.097 -0.139 -0.158
O 7.927 -2.611 -4.332 -0.51 0.169 0.11
O -3.373 -1.09 23.235 0.329 -0.323 0.125
O 18.085 4.371 23.214 0.367 0.228 0.096
O 30.432 -3.894 -1.1 -0.185 0.49 -0.278
O 10.843 -3.886 26.163 -0.249 0.485 0.052
O -18.2 -5.107 25.592 -0.098 0.207 0.6
O -20.674 -1.477 -5.626 -0.074 0.363 -0.354
O -0.013 -5.501 -0.314 0.056 0.098 -0.454
O 18.71 -3.419 24.122 0.247 0.123 0.086
O 9.138 -0.48 -3.435 -0.609 0.086 0.31
O -9.062 -6.9 23.095 0.025 0.51 0.293
O 20.126 3.975 -5.605 -0.35 0.364 -0.115
O 6.864 -6.587 -1.543 -0.257 0.344 -0.353
O -20.827 4.435 -1.221 -0.189 -0.176 -0.177
O 8.202 8.034 -0.22 -0.006 0.057 -0.085
O 7.202 6.894 24.359 -0.386 -0.074 -0.096
O 31.962 6.453 -0.996 0.238 -0.553 -0.25
O 18.59 -7.945 -4.036 -0.449 -0.258 0.064
O -27.321 8.093 21.896 -0.044 0.035 0.795
O 12.049 4.78 -1.196 0.412 0.458 -0.357
O -6.495 6.364 -1.094 -0.381 -0.283 -0.483
O 14.708 7.548 25.709 -0.333 -0.243 0.374
O -7.898 -7.928 25.344 0.328 -0.457 0.081
O 12.753 -4.961 24.799 -0.164 -0.316 -0.109
O -6.481 -1.536 -5.981 -0.562 0.221 -0.196
O 25.908 -2.838 25.336 -0.459 -0.424 -0.246
O -19.997 -1.094 23.162 0.241 0.365 0.013
O -29.83 -6.4 25.931 -0.452 0.093 -0.425
O 22.92 3.96 23.346 0.306 0.302 0.13
O 7.846 3.228 -3.79 -0.405 -0.202 -0.557
O 27.792 4.262 23.06 -0.079 -0.251 0.094
O 28.633 -5.914 22.663 -0.4 0.401 -0.008
O -22.917 -0.237 -5.126 -0.315 0.298 0.421
O 10.004 4.327 -4.978 -0.298 -0.23 -0.665
O 19.431 0.289 22.076 -0.153 0.169 0.625
O -23.33 -7.023 22.885 0.075 0.038 -0.53
O 25.119 1.769 -1.202 -0.709 0.268 -0.119
O 24.394 -2.699 -0.63 0.258 0.12 -0.507
O 21.469 2.307 22.101 0.273 -0.027 0.455
O 18.991 2.298 -3.936 0.184 -0.176 0.243
O 16.828 -7.393 26.157 -0.108 -0.445 0.441
O 11.262 6.013 -3.408 0.205 0.576 -0.092
O 14.751 -3.507 -1.543 0.411 0.109 -0.612
O 27.226 -8.029 22.034 -0.16 0.028 0.261
O 24.884 -6.041 24.851 0.434 -0.183 0.109
O 17.75 -1.039 -1.647 -0.445 0.221 -0.464
O 25.4 -4.566 22.772 0.084 0.008 0.25
O 18.933 8.121 24.727 -0.263 0.256 -0.545
O -6.091 4.968 -3.242 -0.423 0.063 0.169
O 9.853 4.063 -2.383 0.045 -0.288 0.106
O 2.181 7.596 -5.807 0.298 -0.276 -0.455
O 24.413 -0.122 22.116 -0.211 -0.282 0.203
O 12.562 4.009 23.282 -0.001 0.38 0.144
O 20.791 0.957 -1.538 -0.092 0.207 -0.364
O 14.972 6.885 23.159 -0.448 -0.041 0.086
O 16.145 -4.643 -4.213 -0.143 0.187 0.21
O 11.99 4.009 25.845 -0.291 -0.196 -0.158
O -16.433 -3.304 25.173 0.238 -0.498 0.19
O 14.491 3.119 -3.149 0.094 0.008 0.433
O 16.546 -3.396 22.463 0.181 0.256 -0.031
O 21.841 8.164 22.03 0.075 0.2 0.15
O 18.293 -0.277 -4.103 -0.066 -0.097 -0.176
O 27.911 5.483 -3.322 -0.348 -0.084 -0.446
O 20.96 -4.41 -1.506 0.172 0.499 -0.143
O 14.875 6.204 -1.194 -0.058 -0.44 -0.067
O 21.304 3.112 25.36 -0.184 0.285 -0.22
O 1.178 -6.209 -5.569 -0.081 0.414 -0.04
O 17.906 -7.013 -1.66 0.192 -0.558 -0.236
O 32.511 -2.787 22.307 0.039 0.257 0.179
O -11.651 -4.368 -1.146 -0.238 0.131 -0.286
O 15.003 3.858 -5.63 0.612 0.06 -0.003
O 23.875 7.91 25.761 0.341 -0.22 -0.164
O -19.737 -1.654 -1.349 0.075 0.066 -0.591
O 15.115 7.383 -6.945 -0.553 -0.084 0.037
O 28.605 7.332 -4.884 -0.003 -0.035 0.091
O 21.47 1.86 -6.297 0.05 -0.356 -0.067
O -28.75 7.356 -1.661 -0.386 0.213 -0.15
O 1.047 -5.636 25.793 -0.239 0.29 0.091
O 21.512 5.486 -0.494 -0.005 0.036 -0.063
O 20.953 -3.995 22.968 0.136 0.087 0.153
O 22.596 -0.944 -1.64 0.051 -0.055 -0.441
O -30.683 7.27 -6.558 -0.035 0.154 0.205
O 11.527 6.16 -6.077 0.46 0.403 0.07
O 19.067 -2.85 -0.492 -0.055 -0.073 -0.153
O -1.399 4.56 -4.753 -0.332 0.205 0.328
O 16.524 1.606 -3.724 0.167 0.072 0.159
O 16.782 -7.774 22.139 0.056 0.186 0.097
O 15.142 1.154 -1.493 0.555 -0.503 -0.024
O 28.369 5.14 -0.818 0.276 0.393 -0.063
O 14.661 8.133 -2.927 0.173 0.3 0.093
O 30.16 5.09 -4.671 0.068 -0.55 0.257
O 14.037 -0.066 25.161 0.275 -0.119 0.334
O 18.081 -2.827 -3.55 -0.18 -0.053 0.234
O 22.616 -2.021 22.557 -0.394 0.297 0.234
O 11.69 -0.012 -3.271 -0.033 0.046 0.424
O 26.011 -3.106 -3.255 -0.506 0.227 0.515
O -18.032 4.204 -5.519 0.127 -0.145 0.131
O 22.151 6.083 -3.474 -0.02 0.256 0.357
O 13.326 8.165 -0.358 0.067 -0.186 -0.471
O 26.222 6.502 -1.509 -0.063 0.083 -0.267
O -20.951 -8.012 -4.157 0.543 -0.078 -0.091
O 9.732 -1.276 -5.828 -0.049 -0.29 0.042
O -2.092 -0.148 25.479 0.494 -0.12 0.021
O 20.16 6.526 23.065 -0.134 -0.2 -0.016
O -9.496 -3.665 -5.254 0.075 -0.409 -0.17
O 14.66 5.659 -3.77 -0.302 0.237 -0.446
O 23.822 1.506 -5.421 0.467 -0.255 -0.253
O 14.034 2.551 24.985 -0.177 -0.045 0.201
O 24.393 -1.668 -4.641 -0.002 0.368 0.572
O -15.267 -3.467 -3.001 0.286 -0.178 0.387
O -17.487 1.983 -6.968 0.479 0.119 -0.005
O -9.477 -3.983 -2.627 0.023 0.411 0.39
O -15.637 2.794 25.507 0.068 -0.418 -0.231
O 13.516 2.806 -0.336 -0.024 -0.132 -0.494
O -7.118 3.823 -5.467 -0.195 -0.504 0.335
O 22.822 -5.738 -6.219 0.274 -0.262 -0.317
O 23.343 -6.21 22.81 -0.154 -0.125 0.316
O 11.237 -6.491 -1.017 -0.227 0.096 0.066
O 19.305 6.557 -1.497 0.184 0.561 -0.211
O 21.302 7.241 25.41 -0.122 0.231 0.146
O 16.39 2.827 22.056 -0.027 0.099 0.173
O 3.399 -3.925 -6.117 -0.111 -0.697 0.236
O 29.497 -6.38 25.023 -0.193 -0.049 0.189
O -19.018 6.58 -6.25 -0.053 0.022 0.157
O -18.549 1.577 23.14 0.232 -0.386 0.11
O 6.905 -0.941 -1.511 0.379 -0.143 -0.279
O -27.536 1.698 25.35 0.126 -0.562 -0.033
O -27.277 5.431 -3.753 0.283 -0.39 0.294
O 12.627 4.206 -4.67 -0.136 -0.315 -0.113
O 14.817 1.024 22.986 -0.279 -0.399 0.141
O -31.781 6.967 24.657 0.408 -0.247 -0.178
O 29.301 0.449 -3.68 0.013 0.109 -0.619
O 18.59 -5.354 -3.674 0.207 0.157 -0.143
O 4.421 -2.069 -4.628 0.187 0.064 -0.123
O 19.113 1.542 25.477 0.022 -0.372 -0.369
O 29.681 7.251 25.9 0.388 -0.162 -0.22
O -8.368 5.475 21.534 -0.012 -0.052 0.019
O 9.717 1.283 -1.632 -0.327 0.387 -0.303
O -25.26 3.752 -1.276 0.262 0.291 -0.315
O -20.177 1.804 25.176 0.114 0.236 0.097
O 13.616 -1.878 -3.412 0.453 -0.319 -0.417
O -25.211 0.574 -6.103 -0.409 -0.054 0.554
O -1.697 6.732 -1.444 0.26 -0.115 -0.616
O 17.825 1.303 -6.063 0.014 0.374 -0.187
O -17.357 -1.786 -2.632 -0.168 0.576 -0.136
O -1.235 -6.697 24.01 0.372 0.135 0.135
O -31.268 -1.579 25.405 -0.268 -0.5 0.087
O 27.129 -2.787 21.992 -0.193 0.095 0.616
O 18.001 -3.969 -5.902 0.395 0.357 0.006
O 22.811 6.461 -5.962 0.588 0.136 0.107
O -26.324 3.895 25.875 -0.068 0.057 0.425
O 16.245 -5.377 -0.564 0.105 -0.141 -0.269
O -29.52 0.123 25.004 0.083 -0.07 0.256
O 14.137 0.636 -3.908 0.201 0.174 -0.266
O 24.478 -6.922 -4.545 0.018 -0.366 0.345
O -4.292 0.913 24.599 -0.425 0.145 -0.27
O -25.756 -6.158 22.525 -0.165 0.242 0.209
O 22.74 -6.347 -1.352 0.082 -0.041 -0.274
O 0.14 -1.989 -5.165 0.617 0.257 0.224
O -23.057 5.904 -1.05 -0.523 -0.373 0.058
O -31.194 0.909 -3.258 -0.022 0.306 0.621
O 30.071 -1.125 25.051 0.356 -0.486 -0.041
O 18.943 -5.668 22.092 0.302 -0.042 0.534
O 18.552 -5.696 25.27 -0.19 -0.035 -0.453
O 4.297 -4.605 -3.787 0.334 0.171 -0.018
O -5.348 -3.731 -4.972 -0.011 -0.335 -0.588
O -9.558 1.141 -1.748 0.005 -0.326 -0.119
O -32.551 5.738 -3.365 -0.073 0.004 -0.424
O -20.755 -6.846 -1.599 -0.215 0.507 -0.031
O -30.022 2.658 25.133 -0.303 -0.233 0.784
O 14.175 -4.135 -5.889 -0.576 0.398 0.169
O 32.34 -8.051 -2.946 -0.661 0.267 -0.451
O 26.388 3.902 -1.866 -0.022 0.215 0.406
O -8.253 0.027 22.086 0.234 0.12 0.524
O -24.816 -6.253 24.879 -0.604 -0.149 -0.057
O 14.976 -6.364 24.64 0.54 0.081 -0.37
O -29.934 5.091 -3.313 0.018 0.108 0.099
O 16.67 5.903 24.88 0.414 0.153 0.201
O 30.639 -4.469 23.295 0.397 -0.114 0.529
O -23.306 1.932 -1.258 0.148 0.129 -0.327
O -24.466 -2.67 -0.431 -0.242 -0.036 -0.493
O -26.799 6.125 24.341 0.586 0.133 -0.481
O 10.748 2.451 22.243 -0.075 -0.113 0.407
O -31.765 -7.245 23.073 0.003 0.223 0.36
O -31.102 4.261 23.317 0.176 0.132 0.091
O 23.863 2.818 25.584 -0.178 -0.629 0.377
O -26.994 3.123 22.04 -0.189 0.004 0.259
O 26.854 0.05 -0.117 -0.189 -0.03 0.059
O -31.391 -1.069 -1.589 -0.218 0.376 -0.09
O -29.034 7.734 24.296 -0.17 0.432 -0.194
O -31.233 4.846 25.972 -0.285 -0.469 0.412
O -27.8 -4.331 -1.249 0.16 0.165 -0.258
O 9.005 -1.406 25.456 0.346 -0.429 -0.357
O -24.658 -0.107 22.253 -0.029 -0.082 0.497
O 31.08 0.935 -1.621 0.259 -0.053 -0.24
O -28.038 0.921 -1.487 -0.282 0.02 -0.326
O 31.558 7.329 22.911 -0.008 0.252 0.33
O -25.392 7.45 -3.455 0.072 -0.242 0.447
O 30.791 0.747 23.203 0.356 0.178 0.46
O 29.85 5.524 22.132 0.02 -0.092 0.25
O -22.512 -3.963 -1.513 0.404 -0.145 -0.13
O 31.746 -7.546 25.074 0.258 0.422 0.232
O -6.876 -4.543 23.371 0.292 -0.631 0.29
O -31.639 -1.518 -4.247 0.57 -0.502 -0.507
O 26.194 -0.341 24.919 0.132 -0.254 -0.318
O 26.862 -7.187 -5.804 -0.22 -0.22 -0.513
O -31.641 4.143 -1.553 -0.418 -0.2 -0.263
O 26.642 -2.571 -5.745 0.453 0.19 -0.07
O -31.127 -6.88 -1.441 0.348 -0.18 -0.073
O 9.364 6.292 23.021 0.551 -0.253 0.393
O 23.195 3.825 -4.33 0.007 -0.133 -0.493
O 31.667 1.425 -4.109 -0.282 0.335 -0.408
O -31.648 1.359 -5.821 0.087 -0.626 -0.038
O 28.396 -1.005 -1.735 0.414 -0.331 -0.342
O 27.51 4.549 -6.69 0.038 -0.146 0.61
O -26.589 -1.756 23.054 -0.148 -0.007 0.226
O -29.355 -1.005 -3.32 0.452 -0.307 0.243
O 18.686 4.948 -3.591 -0.462 0.252 -0.582
O 19.368 -7.443 -6.491 -0.074 0.159 0.333
O -18.123 6.243 -3.775 -0.408 -0.179 0.185
O -27.884 -4.037 22.796 0.321 -0.303 0.165
O -26.221 -0.955 -1.285 -0.199 0.051 -0.347
O -23.413 7.89 -5.109 -0.13 -0.189 -0.374
O 22.048 -7.784 -4.592 -0.201 0.055 0.012
O -29.806 -2.788 -0.503 0.015 0.008 -0.358
O -9.255 3.55 22.964 -0.275 -0.122 0.218
O -28.262 -1.775 -5.635 0.336 -0.309 0.123
O 26.453 2.119 25.701 0.278 0.009 0.46
O -26.544 -3.482 25.025 0.482 -0.111 -0.14
O 26.652 -5.743 -3.6 0.04 -0.346 0.055
O 31.901 -3.429 -4.394 -0.002 -0.027 -0.012
O 25.394 -4.856 -5.665 -0.446 0.097 0.143
O 26.154 -4.678 -1.258 0.103 -0.412 -0.07
O -0.498 -4.348 -4.438 0.146 -0.274 -0.137
O -31.766 3.349 -4.089 0.002 0.316 -0.161
O 2.17 7.294 -3.217 -0.481 -0.191 -0.007
O 11.957 -7.669 -3.123 0.012 -0.658 -0.228
O 13.162 -1.552 -0.876 0.292 0.349 -0.047
O -22.107 -2.153 -3.469 0.039 0.143 0.213
O 30.04 8.123 -0.274 -0.102 0.167 -0.394
O 26.274 1.509 23.085 0.026 0.168 0.252
O -22.93 3.48 25.12 0.197 0.146 0.013
O 26.829 -0.673 -3.884 0.169 -0.034 -0.241
O 23.213 4.197 -1.761 0.404 -0.125 -0.229
O -28.748 5.988 22.449 -0.145 -0.711 0.232
O -0.17 0.118 -3.489 0.009 -0.08 -0.708
O -2.777 -0.012 -3.748 -0.212 -0.021 0.033
O -18.685 -3.211 -5.842 0.804 0.253 -0.087
O 12.235 -3.668 -2.039 -0.029 -0.561 0.277
O 12.905 -2.429 25.338 0.27 0.264 0.214
O 10.638 -6.246 -6.632 0.158 -0.008 0.384
O 25.458 2.512 -3.803 0.083 -0.298 -0.152
O -0.218 -6.803 -3.496 0.114 -0.19 0.437
O 9.237 -7.15 -2.69 0.118 -0.172 0.083
O 29.834 2.907 -0.472 -0.181 0.082 -0.358
O -22.909 3.992 -5.699 0.122 0.221 -0.144
O -25.608 1.39 -2.351 0.019 -0.016 -0.263
O -10.119 -1.347 23.195 -0.568 0.305 0.133
O -24.233 -3.768 -3.503 -0.149 0.561 0.057
O -20.751 0.21 -3.711 0.201 -0.025 0.49
O 2.605 0.62 25.263 0.048 -0.24 0.173
O 32.544 2.563 22.248 -0.034 -0.002 0.317
O -20.898 -7.774 22.84 0.312 -0.352 0.267
O -23.778 -4.482 23.105 -0.128 0.075 0.711
O -15.473 -1.842 23.129 -0.217 -0.32 -0.018
O 28.298 -4.078 24.581 0.12 0.044 -0.031
O -29.948 -5.569 22.168 -0.167 0.02 0.668
O -13.767 7.93 -3.316 0.072 0.016 -0.585
O 24.461 -8.115 -0.544 -0.307 -0.004 -0.58
O -22.229 5.105 -3.397 -0.005 0.362 -0.364
O 17.506 3.563 25.713 -0.004 0.16 0.339
O 4.254 3.12 -5.61 0.169 0.286 -0.508
O -15.163 -1.338 -1.325 -0.106 0.322 -0.092
O -11.349 3.222 -3.951 -0.019 -0.393 0.016
O 22.976 5.291 25.51 0.395 0.113 0.147
O -15.595 -0.99 25.612 0.452 0.193 0.182
O -26.977 -0.318 -3.695 0.707 0.015 -0.388
O -19.272 -5.736 22.178 -0.043 -0.217 0.674
O -26.624 -4.817 -3.551 -0.448 0.264 -0.146
O -10.023 7.311 24.309 0.278 -0.441 0.31
O 5.321 0.545 -0.314 0.285 -0.417 0.41
O -16.98 -0.381 -5.813 -0.323 -0.666 0.023
O -1.462 -4.177 23.31 0.275 0.131 0.435
O -29.809 2.641 -0.544 0.124 0.091 -0.394
O -28.803 0.726 -5.284 0.003 0.073 0.009
O -17.616 -4.068 23.119 0.392 0.536 0.059
O -18.101 -0.531 25.062 0.463 0.413 -0.295
O 28.874 -1.004 22.787 0.171 0.015 0.041
O -21.912 -2.779 22.31 0.119 0.153 0.248
O -6.95 -3.088 25.622 0.275 -0.304 0.14
O 4.387 7.529 25.92 0.458 0.027 0.087
O -2.809 2.605 -5.953 -0.097 -0.68 0.094
O 32.49 -5.35 -0.359 -0.156 -0.163 -0.432
O -8.9 -1.342 25.599 -0.168 0.438 0.273
O -28.853 -2.289 24.407 0.12 -0.341 0.441
O -25.215 -4.38 -5.845 0.005 -0.289 -0.029
O 10.004 6.426 -1.146 -0.118 0.245 -0.103
O -21.462 7.244 -6.635 -0.659 -0.361 -0.309
O 24.427 -2.683 -6.998 -0.243 0.143 -0.71
O -24.537 8.056 -0.387 -0.2 -0.138 -0.2
O 4.668 -3.582 23.006 0.56 -0.135 0.355
O -18.996 2.055 -2.96 -0.183 -0.048 0.285
O -21.14 -3.966 -6.22 -0.33 0.003 -0.143
O 31.206 3.499 -6.383 -0.218 -0.284 0.489
O -27.1 2.351 -6.507 0.059 0.429 0.027
O 21.857 0.42 -3.931 -0.046 -0.036 0.095
O -7.743 -5.227 -4.18 0.053 -0.071 -0.152
O 20.212 -1.325 -2.741 0.176 -0.414 -0.327
O -19.149 -2.871 24.894 -0.306 -0.387 0.131
O -9.733 -6.145 -1.044 -0.174 -0.15 -0.01
O -26.044 -6.329 -1.427 0.197 -0.008 -0.275
O 8.65 -4.548 -5.893 0.253 0.294 -0.122
O -6.837 4.494 23.64 -0.172 0.453 -0.096
O 22.612 -0.633 -6.24 -0.345 -0.017 -0.318
O -12.303 -7.564 24.731 -0.238 0.201 -0.394
O 28.899 -6.134 -1.34 -0.371 -0.046 -0.352
O -6.841 -7.52 -5.015 0.279 0.359 0.024
O -27.889 7.88 -4.154 -0.102 0.552 -0.57
O -7.474 -2.633 -3.828 -0.106 0.352 0.419
O -22.563 0.976 25.787 -0.146 -0.249 0.453
O 11.164 -2.788 22.226 0.169 0.164 0.163
O -8.193 -2.751 -0.244 -0.158 0.041 -0.497
O -11.868 1.668 23.03 0.656 0.113 -0.001
O -0.209 2.476 -5.819 0.116 0.283 -0.012
O -15.861 -7.024 23.196 -0.267 0.116 0.586
O -14.888 4.234 23.289 0.304 0.302 0.159
O -18.108 -3.702 -1.037 0.066 -0.302 0.063
O 7.281 -5.521 22.849 -0.588 0.529 0.02
O -20.606 -0.759 25.707 -0.484 -0.275 0.341
O 11.034 -0.165 -0.188 -0.252 -0.301 -0.237
O -17.153 -4.741 -4.258 -0.045 -0.136 0.064
O -11.91 6.357 25.79 -0.715 -0.42 0.218
O -11.146 -5.915 -3.218 -0.72 0.338 -0.434
O -20.925 6.94 -1.996 0.419 -0.027 0.161
O -16.372 8.161 -2.965 -0.335 0.611 -0.095
O -32.145 -5.745 -3.751 0.329 0.146 -0.24
O -8.73 2.995 -3.371 0.244 0.296 -0.044
O -12.011 0.675 -1.163 -0.281 -0.024 -0.361
O -17.328 7.127 23.037 -0.092 -0.336 0.191
O -4.872 -5.657 -3.268 0.109 -0.387 -0.245
O -20.48 3.402 23.073 -0.475 -0.132 0.275
O -19.164 5.438 22.134 -0.1 0.056 0.3
O -16.655 1.103 -3.768 0.062 0.243 -0.337
O -17.974 -7.546 24.926 -0.252 -0.113 0.017
O -10.939 8.145 21.842 0.024 0.217 -0.123
O 8.191 -7.119 -6.223 0.167 -0.422 0.187
O 20.258 6.774 -5.247 -0.054 -0.3 -0.22
O -24.495 -1.919 -6.377 -0.247 0.201 0.187
O -14.896 4.487 -1.119 -0.024 0.489 -0.056
O -8.993 -7.463 -3.528 0.306 -0.38 0.499
O -14.609 -7.107 -1.253 0.358 0.016 -0.111
O 17.659 6.86 -6.005 -0.043 -0.618 0.184
O -14.717 0.956 -5.558 0.12 0.787 0.088
O -12.395 0.491 25.299 -0.131 -0.387 -0.17
O -8.066 -5.397 25.657 -0.312 0.161 -0.084
O 10.134 1.936 -4.042 0.135 -0.164 -0.843
O 6.28 1.498 -2.629 0.151 -0.133 -0.222
O -12.695 6.996 -1.096 -0.155 0.006 -0.169
O -8.791 7.398 -6.133 -0.012 -0.433 0.224
O -21.919 -4.829 -3.875 -0.103 -0.602 0.052
O -10.169 -1.209 -5.772 0.309 0.254 -0.099
O -10.816 5.348 -0.27 -0.108 -0.184 -0.47
O -12.053 -3.714 23.052 0.5 0.388 -0.054
O -10.209 -1.241 -0.909 0.05 -0.458 -0.395
O 7.01 -7.728 -3.95 -0.36 -0.488 0.235
O -13.156 3.055 24.85 0.219 0.318 0.3
O -13.428 -2.788 -0.171 -0.017 -0.025 -0.382
O 1.152 5.398 -4.657 0.103 -0.44 0.298
O -27.126 5.496 -0.6 -0.049 -0.101 -0.249
O -21.618 0.038 -0.497 0.168 0.084 -0.317
O -21.432 2.707 -3.849 0.002 -0.024 0.221
O -29.644 2.701 -6.799 -0.002 0.456 -0.23
O -23.034 -7.788 -2.622 -0.256 0.162 0.405
O -22.298 8.178 25.078 -0.368 -0.428 0.152
O -16.518 6.45 -5.728 0.117 0.081 0.273
O 20.473 -5.005 -6.833 -0.53 0.07 0.074
O 14.31 -4.734 22.689 -0.409 0.221 -0.103
O -26.175 6.628 -5.82 0.241 -0.23 -0.003
O -9.788 1.156 -4.773 0.392 -0.198 -0.21
O 20.378 -6.784 -2.435 0.147 -0.576 0.285
O 32.369 5.867 -6.179 0.454 -0.281 0.133
O -18.873 8.178 -0.35 0.239 0.112 -0.377
O -23.026 1.657 23.228 0.24 0.492 -0.034
O 11.059 8.075 22.08 0.08 0.09 0.496
O -19.564 1.936 -5.465 -0.215 -0.495 -0.216
O 20.942 3.772 -3.063 0.048 -0.437 0.396
O -4.833 -8.013 22.645 -0.612 -0.077 -0.018
O 23.774 -1.094 25.584 0.009 -0.067 0.03
O -15.623 7.544 25.074 0.395 0.206 -0.163
O 1.737 3.088 25.501 -0.244 -0.241 -0.085
O -17.075 5.649 25.964 -0.127 0.085 -0.012
O -9.121 -3.533 24.185 -0.266 -0.197 -0.408
O 13.372 8.153 -5.181 -0.202 -0.276 -0.06
O 0.167 0.082 -6.837 -0.701 -0.194 -0.226
O 30.563 -5.397 -3.253 -0.194 -0.442 -0.023
O -12.487 5.547 -3.279 0.197 -0.014 0.136
O -18.997 2.785 -0.233 -0.044 0.06 -0.317
O -4.023 -0.559 -6.166 0.34 0.438 -0.305
O -8.918 3.597 -0.901 0.271 0.247 -0.303
O 8.69 0.357 22.348 0.009 -0.121 0.635
O 20.729 -4.387 25.775 0.022 0.324 -0.062
O -1.585 -7.033 -5.69 0.149 -0.123 -0.455
O -29.015 5.403 -5.741 0.129 -0.043 -0.083
O -16.458 2.628 22.105 -0.067 -0.076 0.271
O 25.054 3.827 -6.059 -0.1 0.509 -0.134
O -10.722 2.471 25.281 0.174 -0.027 -0.184
O -27.66 -7.751 26.21 0.183 0.283 -0.241
O 30.227 6.819 -2.871 0.056 0.471 0.321
O -13.851 -5.488 22.278 0.237 0.192 0.456
O -22.926 6.746 22.998 0.334 -0.314 0.561
O -17.234 1.184 -1.223 0.347 -0.712 0.113
O -24.663 -6.358 -4.148 0.094 0.03 -0.181
O 23.241 -3.993 24.214 0.227 0.133 0.618
O 3.977 7.551 23.396 -0.495 -0.153 0.202
O -13.986 6.832 -6.143 -0.08 0.4 0.58
O 22.248 -3.175 -5.745 -0.286 -0.162 0.545
O -2.858 7.627 24.341 0.095 -0.089 0.08
O -12.059 -4.981 25.323 0.415 0.057 0.127
O -2.583 -7.886 -3.317 -0.307 0.094 -0.421
O -13.701 -0.074 22.211 0.056 0.072 0.297
O 27.375 1.454 -2.413 0.276 -0.019 0.235
O -3.387 -1.738 -1.221 0.362 0.161 -0.121
O 31.305 -5.513 -5.745 0.077 0.397 -0.203
O -24.413 5.628 25.349 0.155 0.565 -0.432
O -5.274 4.122 25.74 0.27 0.27 0.138
O -13.504 2.58 -0.203 -0.028 0.048 -0.281
O -3.182 -5.073 -5.33 0.038 0.102 -0.084
O 19.222 5.55 25.266 0.356 -0.055 0.2
O -29.03 5.05 24.792 0.487 0.089 0.279
O -10.77 -7.274 -5.423 -0.326 0.655 -0.442
O 17.658 -1.21 23.195 0.116 0.208 0.636
O -28.807 1.574 23.049 -0.025 -0.287 -0.2
O -24.862 5.129 22.074 0.14 -0.097 0.559
O 21.553 0.511 25.644 0.327 0.079 -0.45
O -16.307 -5.442 -0.272 0.182 -0.265 -0.481
O 22.313 -5.404 -3.673 0.084 0.568 -0.207
O -11.298 -2.481 25.231 -0.281 0.096 0.62
O 15.215 -6.493 -6.005 0.368 0.083 -0.358
O 0.071 5.126 25.713 -0.401 -0.136 -0.12
O -12.823 4.516 -5.67 0.016 -0.41 -0.069
O -14.523 5.171 25.681 0.522 0.082 0.292
O -8.209 8.133 -0.223 -0.002 0.035 -0.212
O 7.593 -5.177 -3.606 0.106 -0.008 0.168
O -12.383 6.585 23.233 -0.446 -0.492 0.183
O -17.279 6.336 -1.28 0.356 -0.52 -0.158
O 4.551 -0.492 -2.545 -0.158 -0.204 0.136
O -6.366 -0.589 25.398 -0.217 0.042 -0.23
O -30.359 -7.836 -3.602 -0.279 -0.132 -0.602
O 3.746 -4.732 -1.32 0.44 -0.232 -0.02
O -5.097 -7.781 25.232 -0.114 0.445 -0.103
O 26.025 6.294 23.059 -0.405 -0.04 0.281
O -4.228 6.68 -2.38 -0.076 0.18 -0.607
O -12.216 0.43 -5.236 -0.144 0.356 0.219
O -21.813 -6.48 -5.954 -0.271 0.205 -0.311
O 31.309 -1.102 -3.268 -0.125 -0.309 0.5
O -14.052 3.524 -3.493 -0.012 -0.679 -0.398
O -6.417 6.302 -5.468 0.142 0.149 0.128
O 17.463 4.617 -1.291 -0.261 -0.284 -0.282
O 32.087 -7.857 -6.302 0.289 -0.146 0.634
O 1.694 1.374 -2.229 -0.434 -0.108 0.204
O 13.838 -5.902 -3.871 -0.215 0.4 0.361
O -28.426 -6.481 -2.513 -0.139 0.392 0.234
O 6.056 -3.971 -5.469 0.105 -0.272 -0.322
O -1.23 -2.401 -2.793 0.389 0.19 0.274
O -11.898 -3.07 -6.351 -0.186 -0.468 0.071
O 21.49 -2.035 24.831 -0.454 0.058 0.019
O 4.498 -3.659 25.687 -0.23 -0.326 0.302
O -20.412 -6.507 25.744 -0.082 0.283 -0.331
O -13.842 -2.967 24.802 -0.102 -0.22 0.067
O 16.362 -2.734 25.009 -0.526 0.286 -0.184
O -30.737 -1.098 22.929 0.384 0.595 0.019
O -28.495 3.194 -4.45 0.086 -0.468 0.523
O -0.772 7.109 -4.616 -0.211 0.127 0.002
O -11.189 7.75 -3.105 0.404 -0.302 0.099
O -19.571 -5.499 -4.833 0.105 -0.441 0.212
O 31.598 -1.166 -5.872 -0.145 0.039 0.032
O 25.668 4.334 24.62 -0.236 0.031 -0.384
O 2.2 1.472 -5.863 -0.137 0.065 0.507
O -15.204 -1.063 -3.944 0.345 -0.111 -0.328
O 12.816 -0.783 -5.649 0.008 0.102 0.04
O -5.331 -2.695 22.344 -0.011 0.04 0.318
O 16.386 1.267 25.098 0.108 -0.104 -0.254
O -19.281 -3.39 -3.316 -0.299 0.272 -0.128
O -14.952 -6.031 -3.639 0.092 0.05 0.006
O 0.015 5.462 -0.129 0.07 0.037 -0.206
O -9.558 3.406 -5.94 -0.269 0.163 -0.168
O 28.471 0.936 24.486 0.28 0.574 0.408
O -4.644 4.286 -5.283 0.132 -0.163 0.542
O 10.464 -2.745 -3.752 0.36 -0.033 -0.357
O -18.469 3.738 24.745 0.201 0.121 -0.252
O 27.674 5.884 25.161 -0.158 0.371 0.029
O -23.999 3.131 -3.484 -0.47 0.162 -0.504

Results
total energy: -406623.106 eV
total energy less fixed offsets of O -438.25, Si -107.07 eV per atom: -10.306 eV
